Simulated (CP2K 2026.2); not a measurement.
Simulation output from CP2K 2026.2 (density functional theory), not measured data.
Periodic cell of 3024 atoms, Si2160O864, from a study of silicon, its oxide and their interface. The atomic structure is a simulated model.
Doubt: the forces sum to 6.64 eV/angstrom along one axis rather than to zero, so they err by at least 0.0022 eV/angstrom per atom on average; the grid cutoff is modest.

Settings
functional: PBE
method: Gaussian and plane waves
basis set: DZVP-MOLOPT-SR-GTH
pseudopotentials: GTH-PBE
grid cutoff: 300 Ry, relative cutoff 40 Ry
k points: Gamma only
occupations: fixed
spin: none
net charge: 0

Cell vectors (angstrom)
a	97.92	0	0
b	0	16.32	0
c	-7.9639	-3.127	33.1246

Atoms: element, x, y, z (angstrom)
Si	1.546	-1.826	0.196
Si	3.893	1.584	-0.08
Si	1.683	3.829	-0.007
Si	4.326	6.493	-0.119
Si	1.023	-6.652	0.112
Si	3.853	-3.918	0.015
Si	7.013	-1.577	0.041
Si	9.671	1.282	0.023
Si	6.659	4.338	0.008
Si	9.448	7.012	0.169
Si	7.185	9.236	-0.171
Si	-7.078	-3.808	-0.098
Si	-4.381	-0.927	-0.246
Si	-1.609	1.726	-0.194
Si	-3.802	3.997	0.053
Si	-1.667	6.999	0.072
Si	-3.912	-7.148	0.045
Si	-1.183	-4.469	-0.008
Si	2.719	-0.041	1.217
Si	5.459	2.731	1.274
Si	2.775	5.425	1.3
Si	5.458	8.177	1.116
Si	2.684	-5.493	1.307
Si	5.427	-2.747	1.324
Si	8.152	0.034	1.317
Si	-5.423	2.799	1.283
Si	8.195	5.452	1.385
Si	-5.427	8.16	1.493
Si	8.123	-5.441	1.285
Si	-5.424	-2.636	1.106
Si	-2.712	0.064	1.11
Si	0.017	2.716	1.219
Si	-2.707	5.462	1.472
Si	-0.115	8.143	1.425
Si	-2.754	-5.547	1.334
Si	-0.066	-2.92	1.424
Si	1.338	1.312	2.593
Si	4.119	4.085	2.685
Si	1.366	6.777	2.64
Si	4.105	9.476	2.583
Si	1.335	-4.201	2.773
Si	4.08	-1.345	2.652
Si	6.78	1.365	2.665
Si	9.523	4.085	2.73
Si	6.781	6.862	2.636
Si	9.534	-6.735	2.697
Si	6.754	-4.133	2.681
Si	-6.762	-1.331	2.599
Si	-4.045	1.382	2.599
Si	-1.268	4.08	2.684
Si	-4.118	6.756	2.82
Si	-1.437	-6.836	2.804
Si	-4.107	-4.036	2.543
Si	-1.405	-1.349	2.55
Si	-0.028	-0.025	3.962
Si	2.706	2.696	3.979
Si	0.048	5.435	4.056
Si	2.734	8.145	3.985
Si	-0.033	-5.503	4.132
Si	2.707	-2.73	4.015
Si	5.429	0.002	4.031
Si	8.147	2.708	4.045
Si	5.459	5.471	4.031
Si	8.15	-8.124	4.029
Si	5.401	-5.48	4.026
Si	8.166	-2.729	3.984
Si	-5.413	0.019	3.98
Si	-2.689	2.72	3.996
Si	-5.474	5.403	4.13
Si	-2.768	8.132	4.149
Si	-5.413	-5.348	4.043
Si	-2.752	-2.694	3.945
Si	1.33	-1.27	16.302
Si	4.019	1.4	16.311
Si	1.307	4.111	16.276
Si	4.01	6.828	16.286
Si	1.285	-6.783	16.312
Si	4.017	-4.028	16.313
Si	6.707	-1.358	16.277
Si	-6.794	1.379	16.26
Si	6.718	4.089	16.337
Si	-6.812	6.823	16.303
Si	6.724	-6.771	16.28
Si	-6.777	-4.063	16.297
Si	-4.102	-1.358	16.327
Si	-1.367	1.405	16.332
Si	-4.088	4.108	16.311
Si	-1.384	6.839	16.314
Si	-4.111	9.545	16.288
Si	-1.415	-4.05	16.303
Si	2.685	0.073	17.718
Si	5.319	2.767	17.714
Si	2.612	5.503	17.634
Si	5.354	8.209	17.625
Si	2.649	-5.408	17.634
Si	5.347	-2.645	17.697
Si	8.017	0.016	17.627
Si	-5.46	2.738	17.651
Si	8.098	5.451	17.664
Si	-5.461	8.2	17.667
Si	8.062	-5.473	17.707
Si	-5.441	-2.726	17.728
Si	-2.769	0.054	17.661
Si	0.028	2.751	17.699
Si	-2.726	5.475	17.673
Si	-0.062	-8.121	17.727
Si	-2.792	-5.407	17.671
Si	-0.063	-2.624	17.598
Si	1.413	1.462	19.144
Si	3.916	4.183	19.032
Si	1.313	6.831	19.082
Si	3.97	-6.793	19.01
Si	1.316	-3.954	18.913
Si	4.03	-1.253	19.124
Si	6.65	1.333	19.032
Si	-6.806	4.083	19.023
Si	6.716	6.856	18.965
Si	-6.809	9.553	19.06
Si	6.675	-4.073	18.994
Si	9.383	-1.329	18.956
Si	-4.116	1.411	19.041
Si	-1.332	4.125	19.02
Si	-4.105	6.836	19.02
Si	-1.452	-6.734	19.051
Si	-4.107	-4.114	19.143
Si	-1.404	-1.292	18.998
Si	-0.013	0.036	20.356
Si	2.696	2.924	20.606
Si	-0.034	5.496	20.461
Si	2.638	8.189	20.466
Si	-0.074	-5.259	20.239
Si	2.671	-2.682	20.372
Si	5.293	0.129	20.601
Si	8.097	2.72	20.222
Si	5.292	5.572	20.288
Si	8.012	8.069	20.503
Si	5.315	-5.411	20.347
Si	8.033	-2.713	20.292
Si	-5.458	0.09	20.446
Si	-2.712	2.763	20.341
Si	-5.44	5.433	20.386
Si	-2.804	-8.091	20.433
Si	-5.517	-5.461	20.579
Si	-2.71	-2.66	20.4
Si	1.147	-1.496	21.678
Si	4.418	1.995	21.937
Si	0.961	3.956	21.962
Si	4.289	7.112	21.787
Si	1.418	-6.426	21.529
Si	3.726	-4.325	21.684
Si	6.944	-1.161	21.665
Si	-7.132	1.197	21.682
Si	6.682	4.101	21.392
Si	-6.658	6.93	21.702
Si	6.441	-6.944	21.679
Si	9.593	-3.876	21.581
Si	-4.321	-1.552	21.683
Si	-1.177	1.575	21.652
Si	-3.754	4.389	21.653
Si	-1.607	6.679	21.7
Si	-4.426	-7.148	21.87
Si	-1.079	-3.723	21.713
Si	-7.231	-3.023	24.601
Si	-0.696	-1.091	25.867
Si	0.928	-7.967	-2.627
Si	2.042	2.08	-4.344
Si	-4.437	-0.614	-3.186
Si	2.638	-7.814	-4.942
Si	-12.412	-1.607	25.986
Si	8.341	-5.709	23.681
Si	0.846	-1.461	-2.56
Si	-1.668	1.559	24.631
Si	-5.483	5.554	-2.06
Si	-1.71	-7.147	-3.944
Si	3.241	-0.632	-3.892
Si	14.251	5.481	-7.017
Si	4.364	6.77	-3.088
Si	4.045	5.77	24.66
Si	0.747	3.65	25.02
Si	0.107	5.525	-2.149
Si	10.18	8.064	23.724
Si	-7.551	-6.524	-4.194
Si	2.996	3.216	-6.733
Si	-14.854	-3.567	25.962
Si	-1.874	4.463	-4.209
Si	7.322	-3.419	-4.107
Si	-5.399	-5.463	-2.216
Si	-4.153	-7.409	24.852
Si	6.39	-7.19	-3.205
Si	-7.341	-1.299	-4.121
Si	4.651	-6.976	-7.067
Si	6.855	2.064	-4.217
Si	-0.643	0.942	-3.192
Si	6.262	-3.169	-7.078
Si	-2.606	-4.335	-2.835
Si	0.159	-7.415	-6.5
Si	3.614	2.698	24.763
Si	-7.736	3.387	-2.171
Si	2.279	-3.306	-4.261
Si	11.29	-2.89	-6.596
Si	-3.731	6.935	-4.269
Si	1.062	-4.404	-6.918
Si	-4.278	-1.99	24.595
Si	7.224	-1.434	24.664
Si	3.591	-3.792	24.593
Si	5.607	0.065	-2.287
Si	-3.317	1.896	-4.21
Si	-2.686	-2.28	-5.048
Si	4.838	-4.573	-2.888
Si	-0.091	-7.899	23.807
Si	-4.091	3.5	24.618
Si	-6.524	1.969	24.672
Si	4.254	3.918	-4.227
Si	-1.925	-3.679	24.625
Si	1.929	7.517	25.871
Si	7.656	-7.249	-6.051
Si	1.333	-1.364	5.356
Si	4.059	1.361	5.377
Si	1.382	4.054	5.393
Si	4.073	6.801	5.388
Si	1.376	9.471	5.415
Si	4.064	-4.088	5.381
Si	6.804	-1.369	5.366
Si	9.507	1.349	5.407
Si	6.799	4.095	5.398
Si	-6.804	6.817	5.455
Si	6.782	-6.795	5.405
Si	9.512	-4.053	5.399
Si	-4.088	-1.355	5.356
Si	-1.358	1.343	5.358
Si	-4.059	4.047	5.406
Si	-1.345	6.775	5.427
Si	-4.104	-6.755	5.431
Si	-1.398	-4.049	5.371
Si	2.695	-0.003	6.731
Si	5.419	2.73	6.743
Si	2.721	5.435	6.756
Si	5.42	-8.155	6.765
Si	2.707	-5.441	6.756
Si	5.436	-2.726	6.737
Si	8.14	-0.008	6.76
Si	-5.453	2.701	6.738
Si	-8.174	5.434	6.778
Si	10.848	-8.134	6.788
Si	8.146	-5.424	6.76
Si	-5.451	-2.69	6.746
Si	-2.726	-0.003	6.727
Si	-0.005	2.705	6.738
Si	-2.717	5.42	6.772
Si	0.006	8.139	6.784
Si	-2.73	-5.405	6.768
Si	-0.025	-2.706	6.736
Si	1.347	1.355	8.11
Si	4.071	4.084	8.125
Si	1.359	6.784	8.135
Si	4.063	-6.791	8.128
Si	1.335	-4.072	8.099
Si	4.062	-1.36	8.094
Si	6.776	1.365	8.111
Si	-6.796	4.075	8.114
Si	6.762	6.808	8.149
Si	9.487	-6.781	8.151
Si	6.78	-4.073	8.127
Si	-6.811	-1.343	8.111
Si	-4.09	1.35	8.1
Si	-1.359	4.062	8.12
Si	-4.076	6.805	8.121
Si	-1.363	-6.784	8.111
Si	-4.102	-4.056	8.121
Si	-1.376	-1.349	8.108
Si	-0.02	0.008	9.474
Si	2.698	2.725	9.474
Si	-0.015	5.436	9.485
Si	2.7	-8.149	9.49
Si	-0.016	-5.422	9.478
Si	2.696	-2.71	9.464
Si	5.41	0.007	9.47
Si	-8.165	2.718	9.471
Si	5.406	5.448	9.505
Si	8.124	-8.149	9.506
Si	5.414	-5.428	9.492
Si	-8.165	-2.709	9.476
Si	-5.447	0.008	9.475
Si	-2.738	2.715	9.471
Si	-5.445	5.443	9.476
Si	-2.725	-8.145	9.475
Si	-5.454	-5.424	9.484
Si	-2.736	-2.701	9.478
Si	1.333	-1.354	10.834
Si	4.052	1.366	10.838
Si	1.342	4.086	10.844
Si	4.047	-9.505	10.861
Si	1.335	-6.782	10.845
Si	4.045	-4.064	10.844
Si	6.763	-1.345	10.85
Si	-6.8	1.369	10.839
Si	-9.521	4.08	10.833
Si	9.48	-9.511	10.874
Si	6.76	-6.79	10.865
Si	-6.814	-4.069	10.843
Si	-4.092	-1.345	10.844
Si	-1.378	1.368	10.839
Si	-4.09	4.082	10.838
Si	-1.375	6.81	10.837
Si	-4.093	-6.79	10.837
Si	-1.379	-4.063	10.839
Si	2.678	0.018	12.196
Si	5.401	2.727	12.213
Si	2.685	5.454	12.213
Si	5.392	-8.139	12.232
Si	2.679	-5.412	12.215
Si	5.396	-2.696	12.209
Si	8.111	-0.001	12.244
Si	-5.443	2.727	12.212
Si	-8.165	5.445	12.196
Si	10.836	-8.154	12.245
Si	8.114	-5.431	12.227
Si	-5.454	-2.707	12.198
Si	-2.733	0.015	12.207
Si	-0.032	2.743	12.2
Si	-2.744	5.457	12.198
Si	-0.029	8.178	12.202
Si	-2.739	-5.424	12.195
Si	-0.029	-2.701	12.21
Si	1.324	1.39	13.556
Si	4.042	4.093	13.571
Si	1.32	6.818	13.566
Si	4.026	-6.767	13.587
Si	1.316	-4.055	13.588
Si	4.026	-1.336	13.565
Si	6.747	1.371	13.59
Si	-6.801	4.098	13.566
Si	6.745	-9.511	13.587
Si	9.466	-6.793	13.595
Si	6.751	-4.061	13.571
Si	9.465	-1.365	13.62
Si	-4.079	1.371	13.582
Si	-1.392	4.104	13.565
Si	-4.094	6.816	13.571
Si	-1.391	9.539	13.564
Si	-4.094	-4.061	13.555
Si	-1.382	-1.336	13.579
Si	-0.034	0.054	14.93
Si	2.674	2.746	14.928
Si	-0.049	5.473	14.929
Si	2.653	8.19	14.935
Si	-0.056	-5.419	14.942
Si	2.665	-2.674	14.945
Si	5.364	0.027	14.937
Si	8.089	2.737	14.964
Si	5.382	5.452	14.95
Si	8.096	-8.148	14.945
Si	5.381	-5.386	14.939
Si	8.099	-2.735	14.97
Si	-5.44	-0.003	14.931
Si	-2.73	2.748	14.95
Si	-5.449	5.461	14.942
Si	-2.742	8.184	14.937
Si	-5.449	-5.421	14.913
Si	-2.754	-2.696	14.931
Si	18.039	-1.641	0.122
Si	20.27	1.457	0.475
Si	18.087	3.64	0.107
Si	20.686	6.48	0.245
Si	17.455	-6.693	0.015
Si	20.137	-3.953	0.227
Si	22.493	-0.752	0.023
Si	25.971	1.248	0.297
Si	22.997	4.388	0.23
Si	25.721	7.044	0.275
Si	23.376	9.124	0.194
Si	9.204	-3.822	0.002
Si	11.961	-0.927	-0.135
Si	14.699	1.736	-0.014
Si	12.513	4.03	0.08
Si	14.703	6.921	0.247
Si	12.607	-7.105	0.199
Si	15.262	-4.405	-0.048
Si	18.958	-0.054	1.616
Si	21.802	2.823	1.561
Si	19.085	5.315	1.462
Si	21.77	8.101	1.536
Si	18.965	-5.532	1.443
Si	21.72	-2.621	1.323
Si	24.286	0.074	1.412
Si	10.891	2.813	1.314
Si	24.537	5.493	1.573
Si	10.964	-8.155	1.488
Si	24.482	-5.429	1.3
Si	10.924	-2.678	1.146
Si	13.582	0.084	1.253
Si	16.358	2.676	1.382
Si	13.566	5.446	1.596
Si	16.335	-8.203	1.417
Si	13.718	-5.462	1.4
Si	16.32	-2.749	1.282
Si	17.561	1.31	2.866
Si	20.414	4.098	2.935
Si	17.711	6.753	2.743
Si	20.387	9.507	2.793
Si	17.62	-4.108	2.764
Si	20.418	-1.375	2.864
Si	23.115	1.434	2.89
Si	25.867	4.117	2.889
Si	23.137	6.807	2.926
Si	25.879	-6.698	2.737
Si	23.117	-4.023	2.65
Si	9.562	-1.357	2.625
Si	12.239	1.411	2.687
Si	15.043	4.078	2.787
Si	12.196	6.783	2.905
Si	15.01	-6.821	2.815
Si	12.25	-4.047	2.592
Si	14.93	-1.346	2.606
Si	16.211	-0.059	4.145
Si	18.997	2.687	4.179
Si	16.35	5.45	4.156
Si	19.038	8.135	4.138
Si	16.311	-5.441	4.177
Si	19.009	-2.756	4.138
Si	21.749	0.028	4.199
Si	24.499	2.758	4.228
Si	21.764	5.461	4.272
Si	24.528	-8.079	4.146
Si	21.757	-5.386	4.07
Si	24.445	-2.714	4.105
Si	10.882	0.012	4.032
Si	13.613	2.719	4.094
Si	10.821	5.413	4.174
Si	13.607	-8.154	4.163
Si	10.895	-5.375	4.03
Si	13.58	-2.699	4.002
Si	17.626	-1.356	16.395
Si	20.345	1.352	16.392
Si	17.6	4.041	16.364
Si	20.359	6.788	16.36
Si	17.64	-6.832	16.375
Si	20.385	-4.079	16.418
Si	23.101	-1.359	16.413
Si	9.439	1.37	16.328
Si	23.057	4.085	16.35
Si	9.449	-9.515	16.306
Si	23.085	-6.785	16.361
Si	9.447	-4.105	16.356
Si	12.18	-1.374	16.369
Si	14.913	1.34	16.356
Si	12.184	4.091	16.32
Si	14.872	-9.553	16.403
Si	12.158	-6.809	16.357
Si	14.905	-4.076	16.369
Si	18.987	-0.004	17.773
Si	21.68	2.752	17.731
Si	18.955	5.426	17.682
Si	21.76	8.131	17.701
Si	19.034	-5.501	17.729
Si	21.755	-2.717	17.805
Si	24.453	0.019	17.772
Si	10.85	2.713	17.657
Si	24.454	5.431	17.667
Si	10.774	-8.169	17.705
Si	24.41	-5.406	17.738
Si	10.81	-2.747	17.717
Si	13.542	0.003	17.723
Si	16.277	2.653	17.752
Si	13.466	5.424	17.775
Si	16.271	-8.2	17.734
Si	13.529	-5.446	17.699
Si	16.259	-2.717	17.746
Si	17.644	1.325	19.193
Si	20.248	4.077	19.08
Si	17.631	-9.577	19.092
Si	20.415	-6.878	19.094
Si	17.662	-4.118	19.03
Si	20.39	-1.326	19.129
Si	23.074	1.439	19.084
Si	9.505	4.081	18.979
Si	23.108	6.747	19.05
Si	9.375	-6.883	19.097
Si	23.097	-4.092	19.202
Si	25.835	-1.351	19.131
Si	12.167	1.362	19.074
Si	14.844	3.981	19.053
Si	12.07	-9.499	19.148
Si	14.889	-6.822	19.035
Si	12.164	-4.138	19.1
Si	14.89	-1.332	19.111
Si	16.292	-0.064	20.563
Si	18.953	2.761	20.58
Si	16.227	5.339	20.357
Si	19.061	-8.284	20.444
Si	16.258	-5.479	20.362
Si	19.089	-2.806	20.391
Si	21.666	0.139	20.478
Si	24.47	2.798	20.451
Si	21.672	5.408	20.35
Si	24.442	8.092	20.448
Si	21.761	-5.536	20.538
Si	24.452	-2.688	20.55
Si	10.705	0.05	20.338
Si	13.511	2.646	20.516
Si	10.674	5.419	20.517
Si	13.544	-8.134	20.435
Si	10.757	-5.548	20.422
Si	13.479	-2.676	20.438
Si	17.515	-1.765	21.715
Si	20.611	1.732	21.917
Si	17.212	3.801	21.829
Si	20.606	-9.46	21.846
Si	17.877	-6.66	21.59
Si	20.107	-4.429	21.777
Si	23.316	-0.957	21.674
Si	9.117	1.201	21.679
Si	22.84	3.947	21.716
Si	8.857	6.253	21.861
Si	22.844	-7.204	21.826
Si	26.047	-3.769	21.937
Si	11.736	-1.573	21.633
Si	15.06	1.462	21.893
Si	12.389	4.348	21.713
Si	14.694	-9.801	21.621
Si	12.043	-6.969	21.814
Si	15.131	-3.839	21.61
Si	16.111	-0.96	-6.942
Si	14.764	-0.064	24.614
Si	21.095	-4.65	-2.548
Si	18.462	1.849	-3.812
Si	12.03	-0.353	-3.051
Si	17.79	8.063	-2.739
Si	4.606	-1.423	26.015
Si	23.649	-7.689	24.658
Si	17.714	-0.801	-2.872
Si	12	-0.752	24.625
Si	10.852	5.462	-2.135
Si	16.104	-6.466	-4.677
Si	21.128	-0.728	-4.926
Si	32.72	3.935	-6.848
Si	20.384	6.953	-2.727
Si	17.539	-1.126	24.562
Si	19.286	1.366	24.798
Si	16.387	5.35	-1.932
Si	24.456	5.653	23.827
Si	9.744	-4.647	-2.951
Si	18.708	0.605	-6.413
Si	2.043	-1.33	24.557
Si	14.335	4.818	-4.079
Si	23.843	-3.446	-2.524
Si	12.066	-6.34	-2.675
Si	22.502	-7.25	-2.779
Si	25.569	3.995	-4.214
Si	9.843	-1.977	-4.112
Si	12.456	4.227	24.655
Si	22.946	4.571	-5.738
Si	15.771	1.24	-2.981
Si	23.617	-4.937	-6.599
Si	14.497	-4.384	-3.072
Si	13.842	-7.968	-6.321
Si	17.791	4.184	24.843
Si	8.625	3.227	-2.198
Si	19.19	-3.085	-4.293
Si	20.756	-7.386	25.727
Si	12.495	7.191	-3.974
Si	21.111	-6.681	-6.783
Si	23.001	-1.963	-6.847
Si	23.4	-1.207	24.604
Si	20.272	-4.743	24.696
Si	22.919	0.189	-2.701
Si	13.103	2.144	-4.078
Si	13.811	-2.021	-5.022
Si	24.8	-6.08	-3.914
Si	16.055	-7.993	23.648
Si	19.025	5.008	-7.041
Si	8.595	1.242	24.62
Si	20.323	4.218	-4.287
Si	13.922	-5.626	23.717
Si	20.064	6.126	24.884
Si	22.828	7.23	-7
Si	17.635	-1.384	5.48
Si	20.362	1.354	5.546
Si	17.672	4.08	5.53
Si	20.381	6.829	5.561
Si	17.682	9.508	5.503
Si	20.387	-4.089	5.491
Si	23.117	-1.355	5.508
Si	25.858	1.361	5.514
Si	23.126	4.093	5.585
Si	9.462	6.825	5.448
Si	23.12	-6.734	5.469
Si	25.829	-4.035	5.477
Si	12.232	-1.35	5.404
Si	14.902	1.341	5.497
Si	12.236	4.061	5.471
Si	14.963	6.798	5.504
Si	12.219	-6.754	5.44
Si	14.911	-4.053	5.444
Si	18.987	-0.018	6.863
Si	21.736	2.721	6.898
Si	19.022	5.446	6.896
Si	21.764	-8.106	6.861
Si	19.04	-5.452	6.861
Si	21.737	-2.711	6.853
Si	24.479	0.008	6.868
Si	10.856	2.699	6.803
Si	8.123	5.447	6.801
Si	27.215	-8.093	6.858
Si	24.473	-5.397	6.851
Si	10.863	-2.702	6.777
Si	13.551	-0.018	6.841
Si	16.282	2.709	6.85
Si	13.579	5.436	6.836
Si	16.309	8.164	6.864
Si	13.565	-5.411	6.822
Si	16.277	-2.73	6.842
Si	17.64	1.355	8.22
Si	20.383	4.088	8.25
Si	17.652	6.806	8.238
Si	20.391	-6.786	8.242
Si	17.649	-4.09	8.2
Si	20.366	-1.364	8.216
Si	23.109	1.36	8.233
Si	9.495	4.081	8.149
Si	23.11	6.839	8.23
Si	25.832	-6.758	8.218
Si	23.103	-4.055	8.221
Si	9.495	-1.353	8.143
Si	12.194	1.348	8.192
Si	14.924	4.074	8.207
Si	12.204	6.816	8.162
Si	14.927	-6.782	8.187
Si	12.202	-4.057	8.174
Si	14.925	-1.365	8.204
Si	16.279	-0.006	9.575
Si	19.007	2.715	9.581
Si	16.28	5.437	9.573
Si	19.017	-8.151	9.59
Si	16.286	-5.442	9.568
Si	19.003	-2.726	9.571
Si	21.732	-0.001	9.577
Si	8.126	2.718	9.5
Si	21.745	5.463	9.59
Si	24.476	-8.126	9.585
Si	21.746	-5.416	9.589
Si	8.13	-2.713	9.5
Si	10.833	-0.008	9.542
Si	13.554	2.713	9.553
Si	10.844	5.445	9.519
Si	13.562	-8.151	9.537
Si	10.843	-5.427	9.525
Si	13.562	-2.721	9.561
Si	17.644	-1.367	10.935
Si	20.37	1.355	10.94
Si	17.64	4.076	10.93
Si	20.369	-9.513	10.951
Si	17.641	-6.797	10.942
Si	20.366	-4.071	10.944
Si	23.09	-1.35	10.946
Si	9.472	1.361	10.887
Si	6.766	4.084	10.858
Si	25.832	-9.495	10.944
Si	23.104	-6.777	10.945
Si	9.48	-4.068	10.879
Si	12.195	-1.361	10.912
Si	14.911	1.356	10.924
Si	12.189	4.083	10.899
Si	14.913	6.808	10.915
Si	12.2	-6.789	10.895
Si	14.922	-4.085	10.928
Si	19.008	-0.01	12.299
Si	21.732	2.72	12.298
Si	18.993	5.436	12.296
Si	21.73	-8.139	12.296
Si	19	-5.432	12.302
Si	21.726	-2.709	12.307
Si	24.452	0.016	12.299
Si	10.828	2.718	12.259
Si	8.111	5.45	12.227
Si	27.198	-8.134	12.3
Si	24.465	-5.415	12.301
Si	10.832	-2.723	12.265
Si	13.548	-0.001	12.282
Si	16.278	2.712	12.282
Si	13.549	5.441	12.263
Si	16.272	8.156	12.295
Si	13.556	-5.447	12.284
Si	16.283	-2.729	12.297
Si	17.635	1.349	13.645
Si	20.353	4.071	13.648
Si	17.62	6.783	13.661
Si	20.36	-6.79	13.66
Si	17.644	-4.08	13.676
Si	20.363	-1.364	13.679
Si	23.085	1.357	13.67
Si	9.456	4.088	13.6
Si	23.09	-9.502	13.645
Si	25.831	-6.773	13.652
Si	23.093	-4.065	13.661
Si	25.816	-1.342	13.656
Si	12.182	1.358	13.64
Si	14.906	4.076	13.623
Si	12.19	-9.514	13.618
Si	14.91	9.513	13.662
Si	12.186	-4.084	13.635
Si	14.91	-1.368	13.64
Si	16.275	-0.016	15.002
Si	18.991	2.705	15.011
Si	16.238	5.419	15.019
Si	18.996	8.147	15.002
Si	16.277	-5.449	15.026
Si	19.006	-2.723	15.053
Si	21.725	-0.006	15.045
Si	24.448	2.721	15.023
Si	21.717	5.446	14.985
Si	24.453	-8.133	14.994
Si	21.724	-5.422	15.016
Si	24.451	-2.7	15.02
Si	10.816	-0.01	14.997
Si	13.56	2.719	14.991
Si	10.818	5.444	14.958
Si	13.539	-8.174	15.017
Si	10.812	-5.448	14.982
Si	13.545	-2.722	14.999
Si	34.147	-1.549	0.278
Si	36.544	1.564	0.187
Si	34.306	3.794	0.256
Si	36.871	6.613	0.306
Si	33.653	-6.38	0.025
Si	36.395	-3.755	0.029
Si	39.712	-1.381	0.055
Si	42.2	1.284	0.215
Si	39.136	4.432	0.238
Si	42.046	7.114	0.277
Si	39.638	9.112	0.08
Si	25.652	-3.994	-0.19
Si	28.211	-0.973	0.027
Si	31.088	1.802	0.13
Si	28.711	3.877	0.113
Si	31.108	7.063	-0.003
Si	28.843	-7.036	-0.131
Si	31.573	-3.946	0.077
Si	35.341	0.046	1.474
Si	38.085	2.756	1.492
Si	35.324	5.443	1.56
Si	38.094	8.157	1.549
Si	35.343	-5.391	1.348
Si	38.073	-2.624	1.26
Si	40.795	0.033	1.558
Si	27.208	2.774	1.538
Si	40.807	5.515	1.474
Si	27.305	-8.034	1.413
Si	40.732	-5.388	1.192
Si	27.048	-2.65	1.228
Si	29.933	0.069	1.296
Si	32.629	2.81	1.546
Si	29.914	5.509	1.335
Si	32.618	-8.059	1.33
Si	29.874	-5.277	1.137
Si	32.665	-2.659	1.658
Si	33.954	1.37	2.843
Si	36.709	4.085	2.888
Si	33.948	6.903	2.758
Si	36.697	9.591	2.749
Si	34.04	-4.093	2.861
Si	36.75	-1.327	2.751
Si	39.424	1.401	2.844
Si	42.181	4.118	2.758
Si	39.46	6.821	2.895
Si	42.14	-6.649	2.709
Si	39.393	-4.053	2.632
Si	25.712	-1.343	2.691
Si	28.602	1.376	2.793
Si	31.264	4.219	2.805
Si	28.577	6.845	2.76
Si	31.216	-6.667	2.644
Si	28.476	-4.006	2.585
Si	31.214	-1.255	2.786
Si	32.591	0.037	4.186
Si	35.324	2.729	4.197
Si	32.617	5.557	4.162
Si	35.341	8.225	4.114
Si	32.596	-5.427	4.124
Si	35.401	-2.682	4.145
Si	38.062	0.025	4.16
Si	40.829	2.755	4.137
Si	38.083	5.454	4.214
Si	40.834	-8.063	4.124
Si	38.072	-5.369	4.087
Si	40.798	-2.729	4.039
Si	27.152	0.004	4.069
Si	29.932	2.782	4.144
Si	27.228	5.512	4.174
Si	29.927	-8.07	4.079
Si	27.21	-5.342	4.089
Si	29.837	-2.684	4.043
Si	34.028	-1.334	16.38
Si	36.741	1.39	16.395
Si	34.044	4.116	16.398
Si	36.764	6.862	16.382
Si	34.041	-6.749	16.4
Si	36.76	-4.053	16.378
Si	39.456	-1.341	16.373
Si	25.818	1.364	16.387
Si	39.491	4.098	16.353
Si	25.811	-9.489	16.348
Si	39.472	-6.797	16.354
Si	25.803	-4.061	16.381
Si	28.534	-1.35	16.37
Si	31.293	1.397	16.366
Si	28.559	4.094	16.364
Si	31.339	-9.479	16.344
Si	28.552	-6.768	16.338
Si	31.276	-4.038	16.393
Si	35.38	0.019	17.76
Si	38.137	2.751	17.726
Si	35.4	5.521	17.744
Si	38.146	8.178	17.779
Si	35.436	-5.412	17.767
Si	38.094	-2.692	17.765
Si	40.841	0.036	17.686
Si	27.197	2.721	17.732
Si	40.87	5.429	17.725
Si	27.138	-8.073	17.685
Si	40.825	-5.39	17.652
Si	27.172	-2.715	17.739
Si	29.903	0.033	17.688
Si	32.672	2.736	17.737
Si	29.964	5.476	17.652
Si	32.681	-8.123	17.746
Si	29.923	-5.448	17.719
Si	32.65	-2.669	17.743
Si	33.992	1.346	19.129
Si	36.81	4.176	19.055
Si	34.063	-9.431	19.142
Si	36.825	-6.754	19.172
Si	34.043	-4.029	19.077
Si	36.74	-1.321	19.151
Si	39.478	1.368	19.101
Si	25.812	4.104	19.033
Si	39.548	6.785	19.106
Si	25.732	-6.764	19.101
Si	39.487	-4.066	19.08
Si	42.283	-1.337	18.939
Si	28.571	1.36	19.089
Si	31.317	4.139	19.049
Si	28.585	-9.43	18.907
Si	31.308	-6.776	19.101
Si	28.498	-4.156	19.058
Si	31.237	-1.301	19.065
Si	32.523	0.043	20.533
Si	35.436	2.79	20.326
Si	32.668	5.526	20.437
Si	35.469	-8.139	20.556
Si	32.738	-5.451	20.427
Si	35.32	-2.631	20.505
Si	38.141	0.004	20.514
Si	40.836	2.689	20.529
Si	38.209	5.422	20.52
Si	40.919	8.249	20.354
Si	38.197	-5.365	20.571
Si	40.944	-2.693	20.278
Si	27.265	-0.006	20.488
Si	29.922	2.771	20.387
Si	27.237	5.526	20.207
Si	29.849	-8.1	20.377
Si	27.056	-5.399	20.495
Si	29.923	-2.803	20.306
Si	33.607	-1.587	21.803
Si	36.926	1.651	21.704
Si	33.887	3.926	21.648
Si	37.122	-9.287	21.824
Si	34.379	-6.47	21.803
Si	36.546	-4.152	21.789
Si	39.845	-1.18	21.678
Si	25.646	1.204	21.696
Si	39.245	3.784	21.908
Si	26.151	6.986	21.629
Si	39.392	-7.029	21.81
Si	42.561	-3.859	21.491
Si	28.439	-1.692	21.686
Si	31.496	1.791	21.821
Si	28.73	4.389	21.549
Si	30.954	-9.719	21.641
Si	28.221	-7.002	21.712
Si	31.497	-3.91	21.644
Si	25.229	-3.538	24.861
Si	30.041	-5.653	23.855
Si	31.28	-5.589	-4.647
Si	33.821	2.16	-4.587
Si	28.152	-1.122	-3.001
Si	38.635	-7.848	-2.769
Si	30.548	-0.329	-6.89
Si	39.472	-5.963	24.612
Si	32.218	-1.786	-2.039
Si	39.316	3.351	-6.919
Si	27.259	5.565	-2.077
Si	34.248	7.986	-4.261
Si	40.408	-6.213	-4.363
Si	38.39	-0.825	25.779
Si	36.469	6.62	-2.548
Si	36.357	0.907	24.556
Si	33.713	4.526	24.58
Si	32.197	6.359	-2.897
Si	40.719	3.933	24.661
Si	18.552	-5.318	-6.261
Si	28.946	-0.619	24.408
Si	28.227	3.616	-5.639
Si	29.298	6.159	-4.107
Si	38.784	-1.73	-3.903
Si	27.349	-5.601	-2.438
Si	28.18	6.893	25.725
Si	37.497	-5.946	-4.658
Si	25.598	-0.603	-7.059
Si	33.568	-6.045	-2.896
Si	39.916	2.217	-4.107
Si	29.578	1.088	-4.479
Si	33.074	7.157	25.937
Si	29.028	-3.716	-4.403
Si	32.736	7.113	-6.71
Si	36.119	3.651	26.014
Si	24.225	2.608	-1.905
Si	34.214	-3.198	-3.761
Si	36.762	-7.086	25.807
Si	29.933	-7.948	-6.009
Si	33.617	-4.605	-6.429
Si	35.535	0.614	-6.777
Si	38.503	-3.072	23.868
Si	34.056	-6.465	24.77
Si	38.272	0.469	-2.151
Si	31.738	0.973	-2.699
Si	25.254	-1.139	-3.954
Si	36.839	-3.633	-2.953
Si	30.718	7.866	24.416
Si	28.229	4.039	24.513
Si	26.936	1.539	24.482
Si	34.485	4.412	-2.685
Si	38.137	-0.962	-6.708
Si	37.179	6.44	24.864
Si	31.072	2.771	24.692
Si	33.991	-1.339	5.489
Si	36.7	1.372	5.528
Si	33.971	4.146	5.502
Si	36.698	6.855	5.494
Si	33.969	9.552	5.493
Si	36.744	-4.035	5.501
Si	39.461	-1.356	5.447
Si	42.179	1.369	5.473
Si	39.467	4.096	5.523
Si	25.856	6.864	5.521
Si	39.433	-6.736	5.462
Si	42.149	-4.04	5.456
Si	28.506	-1.344	5.455
Si	31.269	1.427	5.528
Si	28.568	4.124	5.517
Si	31.258	6.903	5.504
Si	28.554	-6.732	5.452
Si	31.233	-4.025	5.434
Si	35.338	0.018	6.872
Si	38.086	2.735	6.86
Si	35.349	5.488	6.859
Si	38.076	-8.104	6.832
Si	35.351	-5.399	6.834
Si	38.107	-2.686	6.852
Si	40.808	0.009	6.822
Si	27.206	2.747	6.866
Si	24.493	5.488	6.889
Si	43.538	-8.113	6.825
Si	40.805	-5.403	6.831
Si	27.176	-2.684	6.858
Si	29.884	0.028	6.826
Si	32.631	2.781	6.882
Si	29.922	5.501	6.863
Si	32.636	8.209	6.883
Si	29.909	-5.388	6.832
Si	32.611	-2.696	6.826
Si	33.992	1.4	8.224
Si	36.722	4.114	8.203
Si	33.995	6.838	8.231
Si	36.714	-6.756	8.202
Si	33.985	-4.044	8.196
Si	36.725	-1.335	8.209
Si	39.45	1.368	8.197
Si	25.843	4.105	8.231
Si	39.44	6.843	8.19
Si	42.166	-6.771	8.186
Si	39.455	-4.052	8.209
Si	25.829	-1.338	8.238
Si	28.556	1.383	8.225
Si	31.272	4.137	8.236
Si	28.557	6.85	8.225
Si	31.269	-6.742	8.215
Si	28.548	-4.046	8.209
Si	31.262	-1.324	8.191
Si	32.626	0.029	9.567
Si	35.367	2.755	9.574
Si	32.643	5.481	9.598
Si	35.367	-8.12	9.574
Si	32.638	-5.397	9.577
Si	35.355	-2.692	9.562
Si	38.086	0.024	9.567
Si	24.467	2.74	9.582
Si	38.088	5.475	9.554
Si	40.809	-8.129	9.55
Si	38.085	-5.407	9.565
Si	24.46	-2.699	9.587
Si	27.19	0.031	9.589
Si	29.917	2.751	9.582
Si	27.202	5.473	9.585
Si	29.922	-8.115	9.582
Si	27.194	-5.404	9.581
Si	29.914	-2.685	9.567
Si	34	-1.327	10.928
Si	36.73	1.391	10.929
Si	34.012	4.113	10.943
Si	36.735	-9.487	10.923
Si	34.002	-6.763	10.933
Si	36.72	-4.048	10.924
Si	39.449	-1.341	10.918
Si	25.823	1.384	10.949
Si	23.101	4.092	10.945
Si	42.182	-9.499	10.891
Si	39.453	-6.772	10.918
Si	25.827	-4.054	10.942
Si	28.556	-1.331	10.938
Si	31.28	1.39	10.94
Si	28.556	4.107	10.946
Si	31.283	6.846	10.948
Si	28.556	-6.765	10.943
Si	31.278	-4.039	10.936
Si	35.37	0.029	12.291
Si	38.098	2.752	12.281
Si	35.385	5.474	12.293
Si	38.097	-8.131	12.285
Si	35.366	-5.405	12.292
Si	38.089	-2.697	12.284
Si	40.811	0.029	12.259
Si	27.187	2.746	12.306
Si	24.464	5.458	12.299
Si	43.552	-8.15	12.251
Si	40.826	-5.422	12.275
Si	27.189	-2.688	12.295
Si	29.919	0.027	12.3
Si	32.652	2.746	12.298
Si	29.927	5.468	12.297
Si	32.653	8.199	12.308
Si	29.922	-5.404	12.3
Si	32.645	-2.686	12.299
Si	34.02	1.394	13.662
Si	36.749	4.115	13.656
Si	34.034	6.838	13.655
Si	36.737	-6.763	13.643
Si	34.008	-4.048	13.66
Si	36.733	-1.334	13.651
Si	39.452	1.38	13.636
Si	25.816	4.096	13.669
Si	39.464	-9.502	13.63
Si	42.194	-6.796	13.623
Si	39.46	-4.062	13.633
Si	42.175	-1.333	13.606
Si	28.551	1.379	13.659
Si	31.295	4.111	13.656
Si	28.563	-9.501	13.655
Si	31.292	9.563	13.665
Si	28.553	-4.043	13.651
Si	31.287	-1.326	13.663
Si	32.661	0.029	15.02
Si	35.392	2.754	15.023
Si	32.685	5.462	15.006
Si	35.388	8.207	15.02
Si	32.654	-5.399	15.04
Si	35.382	-2.699	15.019
Si	38.092	0.025	15.016
Si	40.83	2.75	14.963
Si	38.112	5.476	15.02
Si	40.833	-8.156	14.99
Si	38.108	-5.42	15.007
Si	40.815	-2.684	14.974
Si	27.177	0.016	15.014
Si	29.924	2.745	15.002
Si	27.191	5.463	15.013
Si	29.931	-8.136	15.004
Si	27.185	-5.397	15.007
Si	29.918	-2.691	15.016
Si	-47.428	-1.623	0.195
Si	-45.1	1.583	0.007
Si	-47.246	3.88	-0.071
Si	-44.451	6.524	0.074
Si	50.051	-6.577	0.133
Si	-45.08	-3.724	-0.047
Si	-41.824	-1.62	0.027
Si	-39.268	1.137	0.121
Si	-42.344	4.177	0.19
Si	-39.622	6.934	0.12
Si	-41.868	9.117	0.108
Si	41.848	-3.708	-0.079
Si	44.483	-0.881	-0.222
Si	47.335	1.487	-0.073
Si	45.259	3.849	0.086
Si	47.455	6.991	0.215
Si	45.225	-7.129	0.16
Si	47.86	-4.358	0.167
Si	-46.222	0.006	1.352
Si	-43.551	2.643	1.429
Si	-46.161	5.441	1.31
Si	-43.412	8.062	1.482
Si	-46.146	-5.441	1.241
Si	-43.467	-2.711	1.324
Si	-40.76	-0.072	1.417
Si	43.551	2.803	1.367
Si	-40.768	5.371	1.431
Si	43.589	-8.077	1.548
Si	-40.755	10.836	1.277
Si	43.521	-2.628	1.17
Si	46.147	0.004	1.271
Si	-48.912	2.688	1.163
Si	46.316	5.4	1.477
Si	48.967	-8.121	1.507
Si	46.282	-5.487	1.444
Si	-48.959	-2.781	1.485
Si	-47.629	1.355	2.656
Si	-44.868	4.072	2.755
Si	-47.532	6.779	2.702
Si	-44.838	9.503	2.664
Si	-47.509	-4.135	2.741
Si	-44.807	-1.329	2.695
Si	-42.146	1.293	2.731
Si	-39.387	4.03	2.75
Si	-42.091	6.715	2.843
Si	-39.414	9.526	2.735
Si	-42.147	12.168	2.659
Si	42.232	-1.364	2.749
Si	44.867	1.374	2.722
Si	-50.19	4.023	2.701
Si	44.894	6.755	2.813
Si	47.607	-6.801	2.871
Si	44.858	-4.015	2.609
Si	-50.389	-1.351	2.665
Si	-48.991	0.001	4.021
Si	-46.261	2.699	4.057
Si	-48.886	5.415	4.073
Si	-46.191	8.153	4.054
Si	-48.897	-5.441	4.136
Si	-46.177	-2.714	4.05
Si	-43.483	-0.028	4.109
Si	-40.774	2.665	4.068
Si	-43.495	5.383	4.144
Si	-40.753	8.154	4.118
Si	-43.496	10.849	4.054
Si	-40.753	-2.784	4.013
Si	43.547	0.014	4.118
Si	-51.627	2.706	4.054
Si	43.515	5.445	4.158
Si	46.243	-8.189	4.16
Si	43.517	-5.336	4.06
Si	-51.706	-2.71	4.043
Si	-47.554	-1.375	16.262
Si	-44.83	1.375	16.26
Si	-47.559	4.109	16.316
Si	-44.862	6.814	16.302
Si	-47.513	-6.801	16.314
Si	-44.843	-4.092	16.305
Si	-42.151	-1.366	16.256
Si	42.185	1.394	16.32
Si	-42.136	4.087	16.223
Si	42.207	-9.529	16.331
Si	-42.147	9.505	16.299
Si	42.199	-4.052	16.291
Si	44.945	-1.331	16.239
Si	-50.267	1.389	16.275
Si	44.906	4.046	16.291
Si	47.666	-9.514	16.33
Si	44.956	-6.814	16.31
Si	-50.212	-4.098	16.272
Si	-46.165	-0.028	17.579
Si	-43.515	2.796	17.6
Si	-46.228	5.492	17.698
Si	-43.504	8.145	17.68
Si	-46.171	-5.444	17.709
Si	-43.492	-2.72	17.652
Si	-40.772	0.03	17.532
Si	43.531	2.739	17.708
Si	-40.771	5.392	17.602
Si	43.583	-8.17	17.661
Si	-40.775	10.913	17.591
Si	43.618	-2.703	17.583
Si	46.267	0.048	17.601
Si	-48.891	2.715	17.658
Si	46.304	5.371	17.611
Si	49.077	-8.164	17.688
Si	46.393	-5.486	17.625
Si	-48.881	-2.731	17.65
Si	-47.479	1.321	18.939
Si	-44.88	4.125	19.023
Si	50.379	-9.486	19.154
Si	-44.811	-6.802	19.103
Si	-47.504	-4.046	19.074
Si	-44.851	-1.349	19
Si	-42.1	1.436	18.849
Si	42.183	4.068	19.143
Si	-42.144	6.704	18.955
Si	42.231	-6.725	18.952
Si	-42.1	-4.064	18.987
Si	-39.429	-1.301	18.899
Si	44.907	1.363	19.011
Si	47.666	4.065	19.025
Si	44.934	-9.626	18.95
Si	47.754	-6.814	19.051
Si	45.042	-4.064	18.867
Si	47.641	-1.314	18.901
Si	49.071	-0.049	20.235
Si	-46.195	2.689	20.35
Si	49.011	5.414	20.463
Si	51.721	-8.109	20.563
Si	49.039	-5.394	20.466
Si	-46.122	-2.677	20.482
Si	-43.458	0.109	20.168
Si	-40.805	2.713	20.336
Si	-43.512	5.441	20.428
Si	-40.75	8.13	20.149
Si	-43.366	-5.424	20.413
Si	-40.755	-2.649	20.271
Si	43.594	-0.014	20.38
Si	46.28	2.682	20.352
Si	43.576	5.438	20.458
Si	46.444	-8.374	20.213
Si	43.725	-5.414	20.201
Si	46.311	-2.665	20.251
Si	50.105	-1.57	21.708
Si	-44.574	1.56	21.615
Si	50.066	3.711	21.659
Si	53.375	-9.243	21.806
Si	50.69	-6.372	21.835
Si	-44.847	-4.221	21.765
Si	-41.961	-1.037	21.488
Si	42.021	1.053	21.748
Si	-42.389	3.795	21.677
Si	42.557	7.215	21.645
Si	-42.191	-7.1	21.579
Si	-39.131	-3.771	21.517
Si	44.746	-1.613	21.653
Si	47.874	1.442	21.534
Si	45.166	4.238	21.705
Si	47.403	-9.86	21.827
Si	44.95	-7.086	21.317
Si	47.836	-3.742	21.634
Si	42.9	-5.28	23.958
Si	-42.159	0.99	-7.083
Si	-47.776	-7.711	-2.732
Si	-47.217	3.052	-5.631
Si	44.345	-0.325	-3.268
Si	-45.096	-7.153	-4.162
Si	33.981	-0.948	24.845
Si	-41.323	-6.765	24.498
Si	48.639	-0.537	-2.145
Si	46.57	-0.291	23.867
Si	43.376	5.304	-1.76
Si	47.737	-6.016	-3.93
Si	-45.67	-3.188	-5.504
Si	-33.711	5.707	-6.744
Si	-41.485	7.554	-3.875
Si	-46.439	0.291	23.828
Si	-47.033	3.11	24.422
Si	-48.69	5.755	-2.15
Si	-41.2	5.729	23.801
Si	42.63	-4.611	-3.008
Si	-48.281	-1.941	-6.613
Si	33.181	-3.755	25.894
Si	47.009	4.822	-4.036
Si	-41.542	-3.702	-3.655
Si	44.805	-6.743	-2.843
Si	-45.092	-5.928	-7.002
Si	-42.672	-6.212	-2.691
Si	41.454	-0.461	-4.333
Si	-44.074	6.618	-2.855
Si	-42.621	1.873	-4.134
Si	-48.968	0.557	-4.829
Si	-41.166	-3.87	-6.526
Si	47.231	-3.334	-2.712
Si	40.055	6.584	26.035
Si	-44.392	3.585	25.736
Si	41.053	3.268	-1.773
Si	-44.42	-2.954	-2.882
Si	-44.275	-7.018	25.533
Si	44.602	6.631	-3.972
Si	42.349	7.872	24.5
Si	48.277	4.465	-6.719
Si	-43.127	-2.634	23.848
Si	-47.028	-6.141	24.721
Si	-43.625	-0.219	-2.151
Si	46.092	1.961	-4.453
Si	44.628	-2.94	-4.344
Si	45.926	-5.326	23.48
Si	47.691	6.98	24.888
Si	43.397	2.863	23.903
Si	44.769	1.126	25.955
Si	-44.854	4.04	-4.261
Si	-43.355	-1.824	-6.819
Si	-44.038	6.499	24.681
Si	-40.554	7.976	-6.548
Si	-47.594	-1.361	5.374
Si	-44.877	1.344	5.415
Si	-47.568	4.061	5.454
Si	-44.849	6.793	5.441
Si	-47.552	9.489	5.45
Si	-44.838	12.231	5.413
Si	-42.104	-1.415	5.405
Si	-39.412	1.307	5.429
Si	-42.124	4.017	5.457
Si	42.175	6.858	5.478
Si	-42.143	9.501	5.439
Si	-39.403	12.21	5.41
Si	-53.022	-1.357	5.457
Si	-50.305	1.346	5.437
Si	-52.999	4.065	5.439
Si	-50.273	6.766	5.447
Si	44.865	-6.758	5.423
Si	-50.309	-4.055	5.413
Si	-46.237	-0.017	6.763
Si	-43.508	2.679	6.795
Si	-46.21	5.431	6.797
Si	-43.496	8.148	6.802
Si	-46.201	10.875	6.781
Si	-43.474	-2.746	6.776
Si	-40.772	-0.046	6.782
Si	43.552	2.727	6.817
Si	40.817	5.49	6.843
Si	-38.042	8.145	6.805
Si	-40.763	10.858	6.778
Si	43.52	-2.696	6.816
Si	-51.657	-0.003	6.81
Si	-48.945	2.708	6.795
Si	-51.651	5.428	6.806
Si	-48.926	8.14	6.8
Si	-51.667	-5.421	6.778
Si	-48.945	-2.702	6.769
Si	-47.578	1.346	8.141
Si	-44.851	4.064	8.147
Si	-47.572	6.784	8.158
Si	-44.852	9.516	8.147
Si	-47.581	-4.079	8.119
Si	-44.857	-1.376	8.112
Si	-42.139	1.319	8.137
Si	42.188	4.106	8.171
Si	-42.143	6.78	8.157
Si	-39.41	9.502	8.149
Si	-42.119	-4.101	8.136
Si	42.169	-1.342	8.187
Si	44.901	1.358	8.172
Si	-50.298	4.068	8.162
Si	44.909	6.818	8.15
Si	-50.3	-6.796	8.129
Si	44.893	-4.071	8.155
Si	-50.293	-1.359	8.159
Si	-48.933	-0.001	9.512
Si	-46.218	2.708	9.498
Si	-48.936	5.43	9.511
Si	-46.214	8.155	9.499
Si	-48.937	-5.438	9.486
Si	-46.214	-2.727	9.48
Si	-43.505	-0.026	9.492
Si	40.818	2.745	9.531
Si	-43.501	5.425	9.509
Si	-40.77	8.142	9.499
Si	-43.484	-5.449	9.493
Si	40.818	-2.698	9.562
Si	43.535	0.012	9.538
Si	46.263	2.719	9.524
Si	43.547	5.466	9.523
Si	46.268	-8.147	9.507
Si	43.54	-5.42	9.536
Si	46.26	-2.719	9.512
Si	-47.564	-1.366	10.851
Si	-44.855	1.348	10.851
Si	-47.574	4.071	10.862
Si	-44.859	6.794	10.857
Si	-47.575	9.52	10.845
Si	-44.848	-4.084	10.837
Si	-42.136	-1.382	10.843
Si	42.173	1.381	10.89
Si	39.455	4.102	10.9
Si	-39.408	6.784	10.855
Si	-42.13	9.509	10.847
Si	42.185	-4.065	10.909
Si	44.901	-1.362	10.878
Si	-50.292	1.36	10.873
Si	44.907	4.096	10.872
Si	-50.291	6.805	10.859
Si	44.908	-6.794	10.879
Si	-50.291	-4.084	10.86
Si	-46.214	-0.002	12.215
Si	-43.499	2.713	12.208
Si	-46.217	5.437	12.214
Si	-43.494	8.159	12.199
Si	-46.201	10.873	12.192
Si	-43.494	-2.733	12.206
Si	-40.775	-0.016	12.188
Si	43.545	2.74	12.231
Si	40.819	5.464	12.252
Si	-38.052	8.141	12.222
Si	-40.777	10.865	12.208
Si	43.548	-2.707	12.262
Si	-51.65	-0.005	12.223
Si	-48.934	2.723	12.229
Si	-51.648	5.451	12.225
Si	-48.925	8.16	12.212
Si	-51.642	-5.44	12.233
Si	-48.918	-2.728	12.208
Si	-47.567	1.366	13.579
Si	-44.856	4.082	13.567
Si	-47.566	6.805	13.574
Si	-44.844	9.52	13.559
Si	-47.547	-4.092	13.555
Si	-44.852	-1.368	13.561
Si	-42.126	1.347	13.541
Si	42.188	4.099	13.594
Si	-42.142	6.802	13.553
Si	-39.422	9.506	13.565
Si	-42.138	-4.096	13.564
Si	-39.418	-1.365	13.55
Si	-53.011	1.366	13.567
Si	-50.287	4.097	13.583
Si	44.922	-9.518	13.598
Si	-50.27	9.516	13.583
Si	-52.996	-4.079	13.599
Si	-50.273	-1.364	13.565
Si	-48.923	-0.002	14.928
Si	-46.214	2.737	14.937
Si	-48.918	5.452	14.944
Si	-46.195	8.165	14.922
Si	-48.875	-5.461	14.924
Si	-46.194	-2.74	14.922
Si	-43.49	0.004	14.899
Si	-40.771	2.717	14.885
Si	-43.507	5.461	14.914
Si	-40.792	8.153	14.922
Si	-43.494	10.87	14.934
Si	-40.782	-2.718	14.901
Si	43.544	0.034	14.941
Si	-51.648	2.718	14.917
Si	43.558	5.441	14.955
Si	46.304	-8.169	14.948
Si	43.572	-5.44	14.969
Si	-51.606	-2.728	14.934
Si	-31.063	-1.681	0.089
Si	-28.768	1.546	0.139
Si	-31.016	3.761	0.203
Si	-28.179	6.378	0.074
Si	-31.477	9.677	0.086
Si	-28.763	-3.815	-0.009
Si	-25.65	-1.631	-0.013
Si	-22.82	1.149	-0.074
Si	-25.895	4.224	0.132
Si	-23.342	7.021	0.219
Si	-25.633	9.154	0.169
Si	-39.616	12.435	-0.045
Si	-36.897	-0.967	-0.132
Si	-34.157	1.625	0.112
Si	-36.437	3.787	0.081
Si	-34.341	6.951	0.171
Si	-36.599	9.061	0.161
Si	-33.746	11.834	-0.038
Si	-29.944	-0.055	1.39
Si	-27.132	2.66	1.386
Si	-29.863	5.397	1.384
Si	-27.189	8.015	1.449
Si	-29.877	-5.458	1.308
Si	-27.203	-2.733	1.37
Si	-24.456	-0.01	1.227
Si	-38.042	2.679	1.387
Si	-24.461	5.425	1.504
Si	-38.099	8	1.548
Si	-24.548	10.852	1.378
Si	-37.982	-2.703	1.17
Si	-35.326	0	1.324
Si	-32.599	2.663	1.503
Si	-35.407	5.368	1.489
Si	-32.671	8.116	1.368
Si	-35.364	10.747	1.288
Si	-32.655	-2.862	1.317
Si	-31.29	1.246	2.806
Si	-28.516	4.021	2.757
Si	-31.258	6.772	2.693
Si	-28.563	9.466	2.686
Si	-31.258	-4.15	2.722
Si	-28.533	-1.367	2.738
Si	-25.788	1.286	2.691
Si	-23.112	4.016	2.766
Si	-25.836	6.74	2.865
Si	-23.135	9.559	2.773
Si	-25.903	12.187	2.743
Si	-39.335	-1.428	2.689
Si	-36.684	1.313	2.747
Si	-33.95	4.072	2.799
Si	-36.756	6.661	2.884
Si	-34.015	9.459	2.75
Si	-36.683	12.213	2.584
Si	-33.991	-1.434	2.641
Si	-32.661	-0.113	4.094
Si	-29.895	2.655	4.095
Si	-32.583	5.429	4.111
Si	-29.92	8.13	4.068
Si	-32.627	-5.499	4.086
Si	-29.906	-2.759	4.069
Si	-27.161	-0.031	4.086
Si	-24.477	2.652	4.092
Si	-27.202	5.367	4.166
Si	-24.468	8.157	4.134
Si	-27.227	10.813	4.091
Si	-24.517	-2.745	4.066
Si	-38.036	-0.056	4.089
Si	-35.324	2.675	4.108
Si	-38.097	5.337	4.207
Si	-35.353	8.096	4.119
Si	-38.028	10.889	4.033
Si	-35.346	-2.778	4.01
Si	-31.259	-1.392	16.278
Si	-28.53	1.319	16.314
Si	-31.261	4.036	16.283
Si	-28.513	6.772	16.329
Si	-31.232	-6.824	16.386
Si	-28.56	-4.148	16.364
Si	-25.839	-1.442	16.329
Si	-39.388	1.378	16.231
Si	-25.818	4.039	16.313
Si	-39.428	6.792	16.265
Si	-25.836	9.448	16.331
Si	-39.409	-4.063	16.247
Si	-36.693	-1.359	16.272
Si	-33.981	1.37	16.255
Si	-36.694	4.071	16.273
Si	-33.948	6.784	16.327
Si	-36.688	9.516	16.223
Si	-33.947	-4.08	16.28
Si	-29.895	-0.06	17.641
Si	-27.198	2.712	17.669
Si	-29.898	5.392	17.62
Si	-27.154	8.096	17.733
Si	-29.875	-5.491	17.804
Si	-27.205	-2.795	17.719
Si	-24.449	-0.052	17.605
Si	-38.058	2.728	17.637
Si	-24.423	5.329	17.7
Si	-38.061	8.19	17.566
Si	-24.493	10.815	17.679
Si	-38.048	-2.726	17.624
Si	-35.381	0.073	17.603
Si	-32.611	2.68	17.645
Si	-35.319	5.399	17.636
Si	-32.601	8.136	17.737
Si	-35.333	10.87	17.573
Si	-32.596	-2.73	17.656
Si	-31.224	1.317	18.986
Si	-28.588	4.071	19.037
Si	-31.219	6.693	19.032
Si	-28.47	-6.897	19.176
Si	-31.277	-4.059	19.114
Si	-28.577	-1.407	19.045
Si	-25.803	1.314	18.933
Si	-39.421	4.07	19.004
Si	-25.772	6.679	19.035
Si	-39.397	9.577	18.917
Si	-25.833	-4.16	19.069
Si	-23.091	-1.383	18.978
Si	-36.725	1.399	19.036
Si	-33.987	4.004	19.016
Si	-36.718	6.813	18.888
Si	-34.034	9.549	18.996
Si	-36.657	-4.115	18.955
Si	-33.985	-1.273	18.876
Si	-32.629	-0.004	20.304
Si	-29.931	2.686	20.398
Si	-32.59	5.351	20.36
Si	-29.85	7.914	20.479
Si	-32.773	10.908	20.421
Si	-29.899	-2.653	20.536
Si	-27.226	0.036	20.264
Si	-24.439	2.531	20.405
Si	-27.14	5.34	20.392
Si	-24.409	8.004	20.413
Si	-27.037	-5.51	20.579
Si	-24.512	-2.691	20.295
Si	-38.14	0.05	20.329
Si	-35.374	2.711	20.448
Si	-38.083	5.512	20.272
Si	-35.382	8.144	20.278
Si	-38.016	10.86	20.345
Si	-35.34	-2.603	20.188
Si	-31.528	-1.461	21.772
Si	-28.333	1.537	21.678
Si	-31.566	3.733	21.738
Si	-28.149	6.892	21.844
Si	-31.067	9.657	21.464
Si	-28.882	-4.482	21.683
Si	-25.762	-1.16	21.575
Si	-39.742	1.128	21.697
Si	-26.054	3.665	21.629
Si	-39.288	7.044	21.584
Si	-25.88	-7.183	21.82
Si	-22.978	-3.764	21.667
Si	-36.947	-1.535	21.532
Si	-33.777	1.472	21.694
Si	-36.446	4.506	21.561
Si	-34.133	6.625	21.533
Si	-36.974	9.169	21.649
Si	-33.802	-3.617	21.591
Si	-40.323	-4.045	24.324
Si	-26.288	0.479	-6.374
Si	-31.037	8.065	-2.49
Si	-30.408	2.095	-3.356
Si	-36.858	-0.393	-3.078
Si	-29.731	-7.051	-6.198
Si	-45.059	-1.449	26.015
Si	-25.286	-6.549	24.783
Si	-32.221	0.282	-1.975
Si	-35.673	0.376	23.685
Si	-38.327	5.054	-2.072
Si	-32.787	-6.245	-3.968
Si	-28.74	-0.25	-4.612
Si	-25.748	1.152	25.909
Si	-28.427	7.074	-2.962
Si	-30.218	0.422	23.956
Si	-30.662	3.277	24.545
Si	-32.554	5.438	-1.891
Si	-24.669	5.384	23.89
Si	-38.875	-7.696	-4.142
Si	-29.245	3.001	-6.996
Si	-39.376	-0.459	-6.882
Si	-34.521	4.801	-4.096
Si	-25.222	-3.365	-4.345
Si	-38.003	-5.67	-2.084
Si	-36.717	-6.234	24.516
Si	-26.396	-7.014	-2.798
Si	-39.091	-1.904	-4.063
Si	-35.048	5.102	25.775
Si	-26.088	2.244	-4.025
Si	-32.766	1.088	-4.658
Si	-34.207	-6.528	25.797
Si	-35.079	-4.585	-2.777
Si	-32.424	-7.983	-6.346
Si	-27.928	3.48	25.835
Si	-40.617	2.88	-2.067
Si	-30.334	-4.714	-4.522
Si	-28.05	-7.098	25.712
Si	-36.879	6.503	-4.343
Si	-38.909	-7.75	25.736
Si	-30.683	0.218	-6.614
Si	-26.536	-1.659	24.5
Si	-30.23	-5.666	24.071
Si	-27.316	-0.054	-2.212
Si	-35.715	2.1	-4.365
Si	-36.388	-2.701	-4.68
Si	-27.774	-4.342	-2.976
Si	-33.42	7.177	24.433
Si	-36.764	3.202	24.151
Si	-39.107	1.805	24.726
Si	-28.556	4.131	-4.096
Si	-35.038	-4.029	24.411
Si	-27.411	6.335	24.667
Si	-24.182	-7.878	-6.836
Si	-31.267	-1.427	5.447
Si	-28.526	1.318	5.45
Si	-31.243	4.035	5.448
Si	-28.567	6.769	5.455
Si	-31.269	9.473	5.449
Si	-28.566	12.194	5.44
Si	-25.841	-1.402	5.457
Si	-23.116	1.314	5.455
Si	-25.824	4.009	5.477
Si	-39.423	6.779	5.488
Si	-25.85	9.493	5.469
Si	-23.144	12.246	5.448
Si	-36.675	-1.421	5.419
Si	-33.98	1.293	5.447
Si	-36.685	4.001	5.497
Si	-33.963	6.767	5.467
Si	-36.701	9.506	5.424
Si	-33.985	-4.114	5.41
Si	-29.901	-0.048	6.791
Si	-27.184	2.665	6.833
Si	-29.905	5.4	6.819
Si	-27.2	8.12	6.817
Si	-29.911	10.835	6.806
Si	-27.201	-2.768	6.803
Si	-24.474	-0.047	6.813
Si	-38.063	2.654	6.819
Si	-40.79	5.408	6.813
Si	-21.778	8.136	6.837
Si	-24.487	10.864	6.809
Si	-38.05	-2.757	6.781
Si	-35.335	-0.06	6.8
Si	-32.611	2.668	6.792
Si	-35.323	5.398	6.814
Si	-32.614	8.124	6.824
Si	-35.335	-5.467	6.785
Si	-32.627	-2.776	6.799
Si	-31.249	1.318	8.154
Si	-28.539	4.042	8.175
Si	-31.258	6.76	8.176
Si	-28.548	9.484	8.172
Si	-31.267	-4.128	8.162
Si	-28.551	-1.404	8.161
Si	-25.825	1.308	8.181
Si	-39.414	4.049	8.153
Si	-25.84	6.757	8.174
Si	-23.139	9.497	8.177
Si	-25.839	-4.111	8.175
Si	-39.404	-1.392	8.14
Si	-36.691	1.304	8.159
Si	-33.961	4.035	8.158
Si	-36.682	6.777	8.155
Si	-33.978	-6.823	8.156
Si	-36.692	-4.111	8.147
Si	-33.968	-1.404	8.16
Si	-32.607	-0.04	9.512
Si	-29.898	2.679	9.524
Si	-32.613	5.399	9.525
Si	-29.896	8.12	9.531
Si	-32.617	-5.479	9.524
Si	-29.905	-2.765	9.518
Si	-27.189	-0.051	9.528
Si	-40.784	2.693	9.494
Si	-27.185	5.398	9.539
Si	-24.483	8.123	9.531
Si	-27.188	-5.479	9.531
Si	-40.767	-2.744	9.497
Si	-38.054	-0.038	9.509
Si	-35.33	2.68	9.502
Si	-38.051	5.416	9.5
Si	-35.329	8.137	9.516
Si	-38.048	-5.464	9.51
Si	-35.332	-2.758	9.512
Si	-31.254	-1.402	10.877
Si	-28.541	1.316	10.884
Si	-31.248	4.048	10.883
Si	-28.538	6.764	10.894
Si	-31.253	9.484	10.88
Si	-28.545	-4.119	10.883
Si	-25.83	-1.406	10.889
Si	-39.413	1.341	10.845
Si	-42.135	4.064	10.853
Si	-23.114	6.765	10.883
Si	-25.833	9.481	10.894
Si	-39.409	-4.099	10.859
Si	-36.689	-1.389	10.86
Si	-33.963	1.331	10.86
Si	-36.687	4.055	10.848
Si	-33.966	6.777	10.869
Si	-36.687	9.499	10.873
Si	-33.971	-4.113	10.875
Si	-29.896	-0.049	12.24
Si	-27.181	2.673	12.247
Si	-29.892	5.405	12.251
Si	-27.185	8.124	12.257
Si	-29.896	10.84	12.241
Si	-27.184	-2.769	12.248
Si	-24.469	-0.047	12.24
Si	-38.053	2.703	12.199
Si	-40.777	5.433	12.203
Si	-21.754	8.117	12.248
Si	-24.469	10.828	12.259
Si	-38.05	-2.738	12.213
Si	-35.326	-0.025	12.206
Si	-32.613	2.692	12.229
Si	-35.335	5.419	12.208
Si	-32.603	8.126	12.237
Si	-35.32	-5.47	12.237
Si	-32.609	-2.76	12.237
Si	-31.256	1.324	13.581
Si	-28.531	4.042	13.606
Si	-31.241	6.779	13.608
Si	-28.547	9.483	13.615
Si	-31.249	-4.123	13.6
Si	-28.539	-1.411	13.607
Si	-25.824	1.306	13.602
Si	-39.407	4.078	13.547
Si	-25.816	6.761	13.601
Si	-23.106	9.466	13.62
Si	-25.839	-4.14	13.612
Si	-23.121	-1.41	13.603
Si	-36.684	1.345	13.548
Si	-33.969	4.076	13.568
Si	-36.683	6.781	13.572
Si	-33.948	9.493	13.596
Si	-36.682	-4.087	13.567
Si	-33.972	-1.381	13.567
Si	-32.623	-0.027	14.931
Si	-29.894	2.669	14.945
Si	-32.61	5.422	14.945
Si	-29.894	8.135	14.993
Si	-32.586	-5.482	14.976
Si	-29.89	-2.777	14.968
Si	-27.177	-0.056	14.966
Si	-24.469	2.678	14.946
Si	-27.169	5.409	14.96
Si	-24.461	8.099	14.981
Si	-27.194	10.828	14.988
Si	-24.476	-2.785	14.961
Si	-38.045	-0.011	14.896
Si	-35.339	2.721	14.903
Si	-38.055	5.432	14.92
Si	-35.308	8.125	14.932
Si	-38.058	10.881	14.898
Si	-35.323	-2.728	14.93
Si	-14.747	-1.694	-0.031
Si	-12.712	1.718	-0.111
Si	-14.783	4.127	0.078
Si	-11.997	6.601	0.291
Si	-15.37	-6.548	0.224
Si	-12.478	-3.962	-0.053
Si	-9.245	-1.524	-0.102
Si	-6.641	1.311	-0.051
Si	-9.698	4.416	0.091
Si	-7.014	7.069	0.218
Si	-9.26	-7.064	0.257
Si	-23.47	12.436	0.028
Si	-20.714	-1.183	0.005
Si	-18.083	1.67	-0.074
Si	-20.229	3.999	0.107
Si	-17.994	7.046	0.054
Si	-20.287	9.166	0.102
Si	-17.526	-4.296	0.131
Si	-13.692	0.026	1.215
Si	-10.928	2.707	1.164
Si	-13.611	5.489	1.535
Si	-10.851	8.168	1.556
Si	-13.622	-5.467	1.349
Si	-10.863	-2.72	1.171
Si	-8.142	0.04	1.259
Si	-21.774	2.723	1.339
Si	-8.163	5.477	1.478
Si	-21.774	8.115	1.536
Si	-8.137	-5.354	1.356
Si	-21.866	-2.737	1.335
Si	-19.096	0	1.264
Si	-16.4	2.791	1.199
Si	-19.061	5.488	1.445
Si	-16.473	8.17	1.474
Si	-19.135	10.826	1.341
Si	-16.341	-2.719	1.365
Si	-15.066	1.369	2.592
Si	-12.222	4.023	2.717
Si	-15.026	6.85	2.783
Si	-12.283	-6.777	2.762
Si	-14.972	-4.083	2.724
Si	-12.24	-1.326	2.549
Si	-9.572	1.362	2.576
Si	-6.786	4.072	2.715
Si	-9.506	6.797	2.874
Si	-6.773	-6.705	2.744
Si	-9.57	-4.042	2.66
Si	-23.175	-1.36	2.702
Si	-20.413	1.349	2.699
Si	-17.673	4.093	2.708
Si	-20.443	6.743	2.853
Si	-17.81	9.523	2.816
Si	-20.467	12.228	2.669
Si	-17.721	-1.331	2.648
Si	-16.365	0.015	4.018
Si	-13.647	2.671	4.005
Si	-16.337	5.429	4.106
Si	-13.639	8.186	4.115
Si	-16.357	-5.436	4.086
Si	-13.586	-2.678	3.994
Si	-10.902	0.002	3.97
Si	-8.198	2.694	3.99
Si	-10.894	5.39	4.12
Si	-8.128	8.22	4.112
Si	-10.903	-5.395	4.062
Si	-8.157	-2.681	3.978
Si	-21.779	-0.021	4.059
Si	-19.044	2.711	4.054
Si	-21.782	5.362	4.159
Si	-19.103	8.136	4.177
Si	-21.774	10.899	4.113
Si	-19.073	-2.723	4.005
Si	-14.957	-1.412	16.271
Si	-12.227	1.354	16.244
Si	-14.968	4.06	16.296
Si	-12.261	6.757	16.27
Si	-15.014	-6.841	16.313
Si	-12.259	-4.107	16.278
Si	-9.529	-1.351	16.249
Si	-23.097	1.328	16.29
Si	-9.527	4.096	16.256
Si	-23.101	6.735	16.347
Si	-9.524	9.501	16.303
Si	-23.121	-4.146	16.326
Si	-20.403	-1.431	16.3
Si	-17.683	1.334	16.293
Si	-20.389	4.02	16.341
Si	-17.679	6.763	16.343
Si	-20.387	9.43	16.342
Si	-17.675	-4.156	16.327
Si	-13.552	-0.056	17.573
Si	-10.926	2.773	17.595
Si	-13.646	5.447	17.666
Si	-10.887	8.084	17.621
Si	-13.651	-5.462	17.623
Si	-10.905	-2.704	17.596
Si	-8.146	0.002	17.584
Si	-21.756	2.656	17.704
Si	-8.159	5.428	17.639
Si	-21.756	8.089	17.724
Si	-8.132	-5.438	17.627
Si	-21.744	-2.805	17.674
Si	-19.07	-0.025	17.62
Si	-16.3	2.673	17.65
Si	-19.021	5.376	17.693
Si	-16.34	8.119	17.743
Si	-19.016	10.772	17.7
Si	-16.292	-2.785	17.649
Si	-14.875	1.288	18.92
Si	-12.299	4.101	19.009
Si	-14.994	6.75	19.117
Si	-12.334	9.407	18.894
Si	-14.918	-4.095	19.075
Si	-12.254	-1.385	19.007
Si	-9.531	1.393	18.847
Si	-23.093	3.979	19.121
Si	-9.527	6.738	19.013
Si	-23.155	9.464	19.054
Si	-9.51	-4.041	18.891
Si	-6.808	-1.304	19.026
Si	-20.425	1.265	19.052
Si	-17.646	4.012	19.044
Si	-20.409	6.689	19.074
Si	-17.671	9.467	19.152
Si	-20.42	-4.232	19.028
Si	-17.696	-1.392	18.904
Si	-16.22	-0.118	20.2
Si	-13.622	2.677	20.344
Si	-16.33	5.369	20.497
Si	-13.638	8.13	20.453
Si	-16.273	-5.453	20.479
Si	-13.539	-2.714	20.488
Si	-10.883	0.075	20.202
Si	-8.225	2.7	20.277
Si	-10.922	5.418	20.396
Si	-8.157	8.118	20.343
Si	-10.908	-5.489	20.022
Si	-8.245	-2.675	20.321
Si	-21.726	-0.124	20.452
Si	-19.005	2.582	20.346
Si	-21.709	5.291	20.511
Si	-19.098	8.083	20.456
Si	-21.859	10.823	20.466
Si	-19.012	-2.803	20.225
Si	-15.219	-1.591	21.74
Si	-12.014	1.542	21.61
Si	-15.237	3.674	21.735
Si	-11.968	7.072	21.718
Si	-14.61	9.819	21.787
Si	-12.256	-4.387	21.54
Si	-9.363	-1.016	21.549
Si	-23.394	0.885	21.764
Si	-9.814	3.753	21.619
Si	-22.844	6.896	21.806
Si	-9.786	9.369	21.411
Si	-6.7	-3.738	21.708
Si	-20.532	-1.783	21.649
Si	-17.376	1.376	21.504
Si	-20.107	4.067	21.761
Si	-18.005	6.454	21.753
Si	-20.723	9.208	21.75
Si	-17.462	-3.803	21.643
Si	-24.202	-3.775	24.535
Si	-17.439	-1.945	26.026
Si	-15.557	-7.519	-2.638
Si	-13.33	1.595	-3.044
Si	-20.753	0.323	-4.481
Si	-13.156	6.836	-5.205
Si	-29.232	-1.61	25.938
Si	-8.577	-5.013	26.012
Si	-14.802	-1.961	-2.969
Si	-18.843	-0.272	23.738
Si	-21.861	5.487	-2.1
Si	-17.866	-7.48	-4.463
Si	-12.284	-0.922	-4.26
Si	-9.37	1.481	25.897
Si	-11.994	6.859	-2.534
Si	-13.811	0.261	23.888
Si	-14.338	3.098	24.555
Si	-16.098	5.894	-2.204
Si	-8.572	5.591	23.792
Si	-23.777	-6.22	-4.206
Si	-12.053	-0.393	-7.087
Si	-23.445	-0.709	-7.081
Si	-17.9	4.39	-4.089
Si	-9.134	-3.807	-4.338
Si	-21.73	-5.464	-2.051
Si	-17.681	6.643	24.741
Si	-10.026	-7.274	-2.585
Si	-22.774	-1.678	-4.363
Si	-18.816	4.297	26.033
Si	-9.682	2.486	-4.219
Si	-15.738	0.547	-4.252
Si	-17.631	-6.972	25.92
Si	-19.451	-3.243	-2.04
Si	-15.814	8.002	-6.425
Si	-11.65	3.704	25.837
Si	-23.944	3.177	-2.196
Si	-14.516	-4.783	-3.881
Si	-10.42	-5.255	23.667
Si	-20.032	6.725	-4.285
Si	-16.39	-5.447	-6.068
Si	-14.434	1.308	-7.072
Si	-9.838	-1.274	24.477
Si	-11.96	-7.045	25.658
Si	-9.793	-0.126	-2.889
Si	-18.339	1.508	-3.066
Si	-20.135	-2.544	-4.678
Si	-11.63	-4.866	-3.018
Si	-14.848	-6.391	24.834
Si	-20.328	2.34	24.421
Si	-22.868	1.151	24.852
Si	-12.165	4.298	-3.973
Si	-19.267	-5.251	23.856
Si	-11.232	6.565	24.519
Si	-8.01	8.095	-6.701
Si	-14.972	-1.345	5.362
Si	-12.27	1.329	5.366
Si	-14.961	4.049	5.412
Si	-12.269	6.784	5.43
Si	-14.997	9.537	5.458
Si	-12.258	-4.033	5.402
Si	-9.524	-1.336	5.35
Si	-6.81	1.349	5.348
Si	-9.512	4.039	5.427
Si	-23.125	6.769	5.478
Si	-9.538	-6.762	5.423
Si	-6.818	-4.032	5.384
Si	-20.416	-1.385	5.406
Si	-17.699	1.349	5.416
Si	-20.39	4.026	5.473
Si	-17.697	6.777	5.475
Si	-20.444	9.522	5.489
Si	-17.715	-4.061	5.411
Si	-13.615	-0.014	6.754
Si	-10.904	2.685	6.751
Si	-13.618	5.418	6.784
Si	-10.896	8.166	6.763
Si	-13.611	10.909	6.771
Si	-10.875	-2.693	6.744
Si	-8.167	0.006	6.732
Si	-21.758	2.669	6.818
Si	-24.479	5.396	6.823
Si	-5.447	8.186	6.793
Si	-8.165	-5.406	6.762
Si	-21.764	-2.733	6.797
Si	-19.052	-0.027	6.771
Si	-16.329	2.698	6.776
Si	-19.047	5.407	6.823
Si	-16.333	8.149	6.811
Si	-19.049	-5.435	6.799
Si	-16.327	-2.709	6.749
Si	-14.967	1.34	8.13
Si	-12.245	4.058	8.125
Si	-14.97	6.779	8.15
Si	-12.255	9.528	8.121
Si	-14.978	-4.07	8.13
Si	-12.247	-1.362	8.118
Si	-9.528	1.348	8.113
Si	-23.11	4.041	8.173
Si	-9.539	6.801	8.125
Si	-6.822	-6.78	8.132
Si	-9.53	-4.058	8.118
Si	-23.114	-1.394	8.176
Si	-20.398	1.311	8.165
Si	-17.679	4.045	8.159
Si	-20.404	6.773	8.174
Si	-17.694	-6.806	8.156
Si	-20.413	-4.097	8.163
Si	-17.686	-1.375	8.134
Si	-16.325	-0.019	9.496
Si	-13.609	2.704	9.487
Si	-16.326	5.416	9.509
Si	-13.605	8.154	9.486
Si	-16.324	-5.446	9.499
Si	-13.604	-2.724	9.487
Si	-10.885	-0.009	9.481
Si	-24.467	2.677	9.53
Si	-10.892	5.433	9.481
Si	-8.177	8.165	9.482
Si	-10.888	-5.434	9.475
Si	-24.471	-2.76	9.532
Si	-21.754	-0.041	9.534
Si	-19.039	2.68	9.514
Si	-21.756	5.404	9.529
Si	-19.044	8.142	9.517
Si	-21.766	-5.468	9.524
Si	-19.04	-2.74	9.506
Si	-14.966	-1.379	10.855
Si	-12.247	1.345	10.841
Si	-14.966	4.057	10.86
Si	-12.25	6.791	10.846
Si	-14.967	9.503	10.851
Si	-12.247	-4.089	10.847
Si	-9.525	-1.364	10.844
Si	-23.11	1.32	10.89
Si	-25.823	4.035	10.891
Si	-6.807	6.806	10.836
Si	-9.537	9.524	10.841
Si	-23.118	-4.122	10.897
Si	-20.396	-1.402	10.887
Si	-17.679	1.326	10.872
Si	-20.395	4.039	10.877
Si	-17.685	6.774	10.865
Si	-20.409	9.486	10.879
Si	-17.688	-4.105	10.867
Si	-13.607	-0.013	12.206
Si	-10.884	2.715	12.184
Si	-13.609	5.429	12.208
Si	-10.894	8.159	12.203
Si	-13.604	10.86	12.208
Si	-10.88	-2.732	12.205
Si	-8.156	0	12.192
Si	-21.75	2.68	12.243
Si	-24.463	5.4	12.242
Si	-5.452	8.17	12.202
Si	-8.173	-5.438	12.198
Si	-21.752	-2.767	12.253
Si	-19.032	-0.041	12.234
Si	-16.326	2.698	12.225
Si	-19.039	5.407	12.226
Si	-16.323	8.136	12.214
Si	-19.048	-5.473	12.227
Si	-16.321	-2.749	12.218
Si	-14.97	1.334	13.576
Si	-12.248	4.06	13.549
Si	-14.968	6.781	13.579
Si	-12.253	9.504	13.58
Si	-14.973	-4.122	13.572
Si	-12.244	-1.373	13.557
Si	-9.512	1.368	13.535
Si	-23.104	4.043	13.603
Si	-9.528	6.804	13.554
Si	-6.813	-6.791	13.563
Si	-9.524	-4.092	13.573
Si	-6.808	-1.354	13.567
Si	-20.389	1.314	13.593
Si	-17.682	4.059	13.59
Si	-20.395	6.747	13.602
Si	-17.698	9.473	13.576
Si	-20.397	-4.134	13.613
Si	-17.679	-1.407	13.592
Si	-16.325	-0.036	14.939
Si	-13.612	2.709	14.917
Si	-16.326	5.424	14.95
Si	-13.621	8.146	14.946
Si	-16.345	-5.492	14.928
Si	-13.602	-2.753	14.904
Si	-10.869	0.008	14.882
Si	-8.166	2.729	14.907
Si	-10.894	5.431	14.893
Si	-8.17	8.161	14.922
Si	-10.882	-5.46	14.935
Si	-8.159	-2.727	14.926
Si	-21.749	-0.052	14.946
Si	-19.039	2.69	14.943
Si	-21.743	5.388	14.976
Si	-19.034	8.103	14.957
Si	-21.743	10.815	14.986
Si	-19.024	-2.78	14.961
O	4.556	-4.617	-1.289
O	1.246	7.809	24.443
O	2.567	-5.411	22.097
O	-4.069	1.966	-5.634
O	8.138	2.888	-3.693
O	-3.091	2.266	24.911
O	-2.803	8.065	-0.477
O	-11.032	-2.017	25.263
O	-4.245	3.705	23.028
O	-3.844	-1.228	23.218
O	10.715	-2.783	22.028
O	-4.252	1.015	-3.201
O	-7.315	-3.889	23.218
O	-8.228	5.034	25.262
O	4.551	-3.017	25.657
O	5.515	5.41	-0.45
O	2.716	-2.813	-0.441
O	9.122	1.928	-1.369
O	4.747	-0.763	-3.37
O	3.714	6.885	-1.595
O	2.764	2.695	-0.512
O	-1.936	-4.044	-1.39
O	1.48	-7.535	-1.176
O	-3.52	-3.411	24.718
O	-3.943	-1.06	25.875
O	8.128	-2.667	-0.462
O	15.038	-1.316	-5.798
O	4.626	1.045	-1.438
O	-5.56	0.181	-0.532
O	4.689	2.165	25.855
O	3.335	-5.305	25.076
O	-1.065	1.275	-1.663
O	-8.187	0.007	22.071
O	8.224	-2.067	-3.937
O	-2.475	5.942	-4.2
O	-2.031	-5.618	-3.609
O	-7.908	1.996	25.47
O	-6.731	1.94	23.071
O	-2.692	5.537	22.144
O	0.679	1.796	-3.557
O	2.1	2.785	25.358
O	3.44	7.253	-4.324
O	0.973	6.732	-2.813
O	-7.303	6.251	23.039
O	1.88	-7.149	-3.666
O	-1.678	1.015	23.098
O	6.942	-6.177	23.031
O	-2.736	2.881	-0.497
O	2.895	-1.907	-4.823
O	2.259	-0.664	-2.606
O	-4.267	4.891	-1.23
O	3.888	6.506	23.237
O	-1.209	-2.258	24.879
O	10.115	6.574	-1.239
O	6.34	-0.946	-1.289
O	3.453	-4.166	-3.589
O	-3.834	-6.819	23.366
O	5.346	-8.036	22.188
O	4.284	-3.783	23.124
O	7.717	5.111	22.212
O	8.324	8.093	-0.255
O	-4.713	-6.574	-1.256
O	6.995	-6.734	-1.761
O	5.519	2.941	-4.2
O	-3.028	3.421	-3.719
O	-7.294	-4.048	25.86
O	-4.274	6.974	-5.787
O	-0.483	2.624	24.864
O	1.787	-0.827	23.033
O	-7.179	-1.062	-5.702
O	-5.73	-7.252	25.138
O	-3.444	-3.232	-6.117
O	5.399	6.078	25.506
O	-0.001	-5.507	-0.455
O	-5.558	8.032	22.194
O	6.208	-6.828	-6.661
O	2.972	3.161	-3.558
O	6.011	-3.482	-3.167
O	8.45	-0.376	24.668
O	-0.629	-7.592	-2.828
O	2.849	6.222	25.638
O	-9.373	-6.057	22.718
O	8.727	-6.045	-6.204
O	5.685	3.04	22.187
O	4.679	5.23	-3.414
O	-1.61	-4.28	23.152
O	0.481	-1.471	-1.001
O	-1.017	6.2	-1.191
O	-0.975	-7.199	24.937
O	0.86	-0.856	25.523
O	1.062	4.383	23.565
O	-3.117	-7.948	-3.841
O	-0.069	2.706	22.014
O	6.841	-3.554	-5.634
O	3.744	1.774	23.42
O	5.304	-6.008	-3.493
O	1.094	-2.925	-3.205
O	3.669	-6.873	-5.766
O	-0.969	7.28	23.076
O	6.665	-1.73	23.169
O	7.38	3.848	-1.368
O	6.697	0.873	-3.141
O	-6.148	-6.174	-3.463
O	7.68	-2.814	25.326
O	2.946	0.758	-4.628
O	-6.507	-4.597	-1.407
O	1.617	-4.148	-5.435
O	2.197	-2.954	24.527
O	-4.219	-4.473	-2.708
O	-1.374	-1.647	-5.726
O	-0.596	4.544	-3.224
O	-3.654	-1.114	-4.511
O	-7.263	2.046	-1.376
O	0.041	-2.608	22.132
O	1.764	2.651	-5.831
O	13.178	3.725	-3.718
O	-3.294	-6.586	25.952
O	1.096	4.576	-1.317
O	-2.222	-3.092	-3.755
O	-5.945	-1.15	-3.342
O	-3.513	4.784	25.372
O	20.724	-4.864	-0.991
O	26.687	3.41	-5.204
O	18.899	-5.49	22.083
O	12.425	1.941	-5.527
O	14.912	-6.872	23.515
O	11.699	0.756	25.114
O	13.665	8.062	-0.338
O	26.185	0.622	25.557
O	11.855	3.908	23.196
O	11.956	-0.779	23.024
O	27.273	-2.714	22.233
O	12.487	-1.12	-1.682
O	17.568	4.474	23.264
O	11.382	8.084	22.63
O	25.726	-0.957	-5.487
O	21.864	5.456	-0.242
O	19.099	-2.809	-0.337
O	25.387	1.923	-1.045
O	28.373	-3.831	-5.879
O	20.04	7.018	-1.143
O	19.216	2.49	-0.336
O	14.716	-3.952	-1.519
O	17.925	-7.351	-1.399
O	-42.957	2.915	25.465
O	11.014	-1.862	25.26
O	24.489	-3.183	-1.041
O	22.348	-7.594	25.601
O	21.255	0.325	-0.242
O	10.757	0.144	-0.391
O	34.414	-6.735	-4.106
O	20.313	-6.346	24.576
O	15.235	1.233	-1.461
O	8.058	-0.007	21.886
O	24.292	0.088	-3.552
O	13.841	6.325	-3.764
O	15.719	-5.25	-3.685
O	19.641	2.926	-3.571
O	9.324	1.704	23.232
O	13.54	5.458	22.063
O	-44.732	5.189	-3.152
O	15.118	0.802	25.918
O	17.063	2.22	-3.091
O	18.618	2.812	25.018
O	21.81	7.641	-2.99
O	17.283	6.576	-2.417
O	9.298	6.764	23.353
O	14.64	7.041	-6.817
O	13.539	-1.038	25.007
O	23.49	-6.833	23.284
O	13.623	2.92	-0.379
O	20.435	-2.148	-4.667
O	18.819	0.343	-3.261
O	12.082	4.862	-1.26
O	20.208	6.119	23.258
O	22.527	-0.984	-5.68
O	26.414	6.461	-1.062
O	23.007	-0.94	-1.525
O	16.764	-7.62	-3.784
O	21.69	8.022	22.228
O	20.621	-4.02	23.284
O	23.348	4.855	22.967
O	24.552	8.066	-0.218
O	11.956	-6.315	-1.066
O	22.693	-6.857	-1.227
O	20.413	5.424	-3.223
O	35.645	-2.573	-3.294
O	8.197	-5.403	25.244
O	12.535	7.79	-5.489
O	19.994	1.239	23.346
O	18.252	-1.539	23.165
O	-11.286	-4.153	22.848
O	12.45	5.823	25.024
O	10.255	-2.038	-5.675
O	16.391	-5.528	-0.397
O	12.519	-5.965	23.018
O	-44.651	-1.972	-5.862
O	23.911	-7.377	-3.557
O	23.611	0.25	25.271
O	-36.33	-1.077	-1.681
O	-39.027	-3.418	25.039
O	3.409	-0.717	25.179
O	18.731	5.372	25.364
O	21.787	2.821	22.287
O	7.423	-7.422	-4.445
O	14.518	-4.314	23.029
O	17.616	-0.929	-1.271
O	15.263	5.953	-0.939
O	33.98	-0.918	23.232
O	15.456	6.989	22.984
O	15.975	-1.033	24.231
O	-28.971	0.819	22.993
O	11.293	6.193	-3.519
O	20.144	0.132	-5.855
O	16.171	2.609	22.252
O	24.309	-4.925	-2.92
O	41.289	-6.545	-5.676
O	21.58	0.018	-3.571
O	14.024	3.795	24.765
O	16.269	-0.258	-3.356
O	-17.092	7.771	-5.435
O	38.818	-7.132	-1.325
O	19.91	7.621	25.414
O	22.7	-1.24	23.154
O	24.856	2.856	-3.348
O	22.923	1.664	-2.046
O	14.477	0.876	23.311
O	17.622	-0.606	-6.43
O	10.633	-5.942	-3.323
O	-12.279	6.598	23.264
O	-9.451	7.458	-6.272
O	18.034	-2.199	-3.594
O	-15.016	-6.927	23.309
O	42.513	-4.442	25.279
O	9.619	-4.611	-1.349
O	18.627	-3.846	-5.594
O	18.811	-4.374	25.211
O	13.152	-5.268	-3.182
O	14.643	1.639	-4.053
O	13.776	-5.332	25.289
O	36.83	4.983	25.449
O	15.645	4.605	-3.16
O	-27.196	2.615	22.171
O	41.814	-1.036	-5.804
O	12.959	-0.887	-4.255
O	14.778	-7.034	-5.403
O	42.269	4.223	-1.391
O	16.338	-2.842	22.019
O	18.178	1.759	-5.409
O	8.294	-4.656	-3.674
O	-22.851	4.302	-2.587
O	9.831	4.261	-2.407
O	-27.394	-0.327	-5.511
O	11.595	3.362	25.717
O	28.664	-1.379	-1.484
O	22.078	-5.385	-6.918
O	17.379	4.301	-1.204
O	14.395	-3.045	-3.936
O	24.912	-7.039	25.432
O	-35.444	3.539	-3.683
O	-25.837	6.45	24.266
O	40.763	-2.53	-0.492
O	35.252	-2.623	-0.253
O	33.742	6.107	24.915
O	35.468	-5.308	22.209
O	30.458	0	-5.313
O	38.464	-1.95	-5.469
O	29.751	3.667	24.861
O	29.995	-8.148	-0.477
O	22.38	-2.039	25.509
O	28.007	3.892	22.915
O	29.35	-1.231	22.968
O	43.568	-2.681	22.045
O	-17.518	7.067	23.19
O	25.481	-4.244	23.41
O	24.98	4.627	24.949
O	36.641	2.303	25.305
O	37.989	5.513	-0.181
O	-34.403	-3.958	-1.442
O	41.378	1.841	-1.085
O	39.038	-5.489	-4.813
O	-1.833	1.23	-4.242
O	35.437	2.696	-0.152
O	31.425	-2.999	-1.279
O	33.996	-6.797	-1.518
O	36.97	0.063	-6.271
O	27.835	-1.55	25.087
O	-19.972	0.816	24.068
O	36.414	7.658	25.619
O	37.041	0.978	-1.251
O	27.086	0.181	-0.217
O	37.704	0.039	24.612
O	33.287	-5.058	24.946
O	28.436	0.339	-3.622
O	24.527	0.073	22.025
O	40.36	-1.447	-3.655
O	29.015	7.326	-5.188
O	33.99	7.52	-5.774
O	-13.145	-0.39	25.206
O	26.065	1.785	23.152
O	29.882	5.438	22.042
O	33.847	-6.996	23.252
O	38.935	1.744	-2.9
O	17.367	-7.446	22.915
O	34.537	3.745	25.723
O	-18.428	3.104	-3.274
O	32.922	7.72	-3.356
O	25.7	6.066	22.889
O	-42.433	6.573	-2.99
O	30.176	-0.527	25.414
O	40.031	-6.731	23.291
O	29.873	2.809	-0.323
O	-41.751	-4.885	-2.571
O	30.55	1.804	-3.407
O	27.966	4.357	-1.258
O	36.756	6.447	23.301
O	29.541	-4.914	25.187
O	42.937	6.654	-1.005
O	39.232	-0.409	-1.168
O	34.152	-3.531	-5.346
O	28.783	-6.249	23.042
O	38.221	-8.121	22.111
O	37.084	-3.403	23.149
O	39.777	4.272	23.378
O	40.899	8.132	-0.283
O	28.211	-6.682	-1.598
O	33.298	5.269	-3.377
O	-39.488	3.981	-2.327
O	23.974	-4.131	25.721
O	-29.94	-0.812	-5.565
O	-28.304	-7.746	-6.372
O	24.839	-1.978	24.562
O	28.923	4.713	-4.696
O	-41.947	-2.453	-6.33
O	8.27	7.808	-6.908
O	38.743	6.726	25.113
O	32.584	-5.175	-0.269
O	27.175	8.143	22.189
O	-22.622	-0.361	25.393
O	-1.051	-7.35	-5.418
O	44.657	-6.565	-1.246
O	48.423	4.953	-3.284
O	-30.927	1.269	-2.055
O	-44.671	7.137	-1.432
O	-14.729	1.535	24.319
O	-47.812	3.695	25.697
O	38.057	2.707	22.246
O	-28.35	6.211	23.332
O	30.821	-4.583	22.953
O	33.297	-1.097	-1.033
O	31.832	6.418	-1.32
O	-26.877	-6.318	24.928
O	31.007	-6.868	24.297
O	36.642	-4.695	-4.15
O	34.417	4.377	23.125
O	28.892	-2.193	-3.938
O	34.047	-4.514	-2.835
O	32.786	2.766	21.913
O	31.011	1.764	23.394
O	36.044	1.165	22.99
O	37.865	-0.503	-3.368
O	32.248	3.868	24.557
O	23.528	-3.365	-6.253
O	32.476	-5.535	-5.738
O	-41.669	-3.158	24.282
O	31.357	7.224	23.081
O	39.345	-2.068	22.936
O	39.689	3.868	-1.176
O	40.731	0.95	-4.656
O	-47.306	4.084	23.152
O	-31.018	-6.695	23.093
O	26.349	-6.324	-3.506
O	43.694	-5.745	-3.431
O	-40.44	-7.921	25.219
O	35.575	7.289	-3.701
O	34.842	1.38	-5.545
O	28.411	6.445	-2.786
O	26.599	-4.728	-1.295
O	-33.247	7.022	-5.907
O	-30.805	-3.994	-5.897
O	28.293	-4.641	-3.307
O	-47.395	-7.354	-1.205
O	31.486	7.182	25.645
O	22.179	-7.79	-6.261
O	33.829	4.26	-1.215
O	34.021	-2.497	25.315
O	29.134	7.663	24.662
O	-37.908	-3.029	-4.178
O	-40.742	-2.758	-0.474
O	37.446	-7.046	-3.495
O	32.544	-2.776	22.18
O	0.413	-6.816	22.741
O	-29.71	3.529	-3.111
O	-29.263	1.225	-4.126
O	3.833	4.229	-5.773
O	48.765	-7.02	-3.195
O	27.246	2.951	25.186
O	-38.15	7.131	25.702
O	36.928	-6.55	-6.021
O	24.388	-2.47	-3.676
O	44.836	-0.977	-1.837
O	40.474	-5.954	25.88
O	45.881	0.722	24.894
O	-40.129	6.499	22.871
O	27.828	5.48	25.061
O	-44.435	-3.899	-1.551
O	-23.28	1.895	-1.451
O	-46.047	-5.273	22.12
O	45.545	2.336	-5.938
O	45.451	-1.119	23.04
O	-48.929	-0.766	-5.741
O	46.31	8.046	-0.29
O	38.382	-2.366	25.311
O	-45.118	-6.914	-5.742
O	-8.398	-1.926	24.761
O	-37.995	-2.696	22.019
O	39.86	-0.146	25.912
O	41.969	-4.737	22.746
O	21.594	-6.001	-3.298
O	-45.217	0.746	22.867
O	-43.41	5.313	-0.271
O	-46.34	-2.721	-0.32
O	-39.963	1.655	-1.252
O	-40.632	0.513	-7.078
O	-28.044	-4.287	-1.386
O	-46.154	2.732	-0.524
O	47.154	-3.727	-1.149
O	17.173	-6.005	-5.796
O	46.328	-5.767	24.949
O	44.394	-4.84	23.54
O	-46.362	3.435	-4.304
O	-42.876	-6.772	24.826
O	-44.377	0.926	-1.294
O	43.278	0.202	-0.331
O	-38.802	-6.285	-3.35
O	-45.463	-6.483	24.598
O	47.729	0.609	-1.413
O	40.912	-0.06	22.234
O	-20.074	-6.382	23.049
O	-46.174	2.987	-6.88
O	-21.262	6.426	-3.275
O	48.083	-7.922	25.514
O	42.771	1.605	23.09
O	46.267	5.342	22.194
O	-47.265	-4.556	24.946
O	-41.238	2.368	-3.458
O	-48.232	4.264	-5.968
O	-45.438	3.074	24.644
O	42.248	3.964	24.141
O	-47.73	4.685	-1.406
O	41.946	7.056	23.151
O	-40.38	-2.609	-3.389
O	-19.347	-8.101	-4.186
O	-41.253	-6.809	22.884
O	46.278	2.687	-0.486
O	-11.518	7.725	25.598
O	-44.68	-1.401	-2.484
O	44.772	4.709	-1.212
O	-44.937	6.531	23.313
O	46.782	-3.386	26.029
O	-38.879	6.276	-1.167
O	-42.411	-0.869	-1.295
O	-17.131	-7.302	-3.018
O	45.946	-6.612	22.525
O	-43.412	-8.085	22.046
O	-44.113	-3.743	23.161
O	-41.691	4.397	23.021
O	-40.716	8.051	-0.399
O	-11.286	5.167	25.292
O	-42.764	-6.773	-1.185
O	-43.816	2.898	-3.831
O	46.393	3.36	-3.698
O	43.132	-3.279	-3.789
O	44.37	6.685	-5.545
O	-47.29	-0.862	23.077
O	-41.542	7.25	-5.473
O	-17.31	0.881	-4.142
O	-20.046	-0.991	-5.163
O	43.5	5.634	-3.325
O	-42.498	6.619	24.174
O	-48.947	-5.441	-0.352
O	43.796	-8.068	21.918
O	-44.53	7.677	-3.969
O	-44.53	4.648	-5.739
O	5.688	7.686	-3.038
O	42.73	-6.874	24.253
O	-38.947	-4.557	-1.38
O	-44.26	5.182	25.571
O	35.221	0.003	25.263
O	36.156	7.199	-1.053
O	-43.484	2.666	22.158
O	32.984	-2.24	-3.382
O	46.967	-4.219	22.94
O	-48.171	-1.036	-1.11
O	48.168	6.35	-1.09
O	14.659	4.682	-5.664
O	-15.365	-4.524	-5.232
O	44.46	8.085	-3.317
O	38.121	-6.69	25.056
O	40.956	3.214	-3.376
O	31.979	1.549	-1.213
O	48.881	2.635	21.994
O	-41.197	-4.485	-5.038
O	1.422	8.084	-5.917
O	-23.889	-4.088	22.978
O	-15.069	-3.566	-2.934
O	43.602	7.106	25.151
O	41.12	7.681	25.522
O	31.408	7.783	-6.123
O	47.928	6.997	23.279
O	-42.895	-1.508	22.724
O	-41.805	3.517	-1.188
O	-43.026	0.433	-3.503
O	47.421	0.609	22.848
O	-31.319	3.998	25.839
O	46.269	-6.351	-3.361
O	-24.49	-5.212	25.205
O	47.53	-1.261	24.72
O	-11.132	-6.376	-3.352
O	-40.711	-5.4	25.083
O	-15.097	3.766	25.809
O	42.546	-4.298	-1.427
O	-20.312	-4.313	24.659
O	-36.461	1.168	-3.252
O	-34.78	-3.891	22.849
O	47.441	1.104	-4.7
O	-22.904	-4.633	-1.305
O	44.884	-3.648	-5.753
O	-12.586	1.178	-1.654
O	-30.976	4.149	23.206
O	47.821	-1.812	-2.761
O	44.788	-1.336	-4.455
O	-31.12	1.729	24.309
O	-38.057	2.992	25.095
O	-48.952	-2.67	22.159
O	10.507	-3.292	-3.417
O	41.177	-5.147	-3.437
O	-18.777	5.471	24.927
O	-15.546	-1.071	-4.118
O	-34.118	4.598	-5.651
O	43.952	2.371	25.332
O	-10.159	-1.445	22.901
O	-39.483	-1.31	-5.512
O	-37.076	4.406	-1.278
O	45.731	-3.428	-3.279
O	-1.467	0.305	25.619
O	42.724	-0.219	-3.366
O	-15.493	-6.733	-6.471
O	-14.706	-0.836	23.096
O	-25.716	7.982	-6.515
O	-29.951	-5.539	21.055
O	23.849	7.039	24.39
O	-34.025	-5.17	24.952
O	-36.428	1.787	23.445
O	-35.45	8.023	-0.408
O	-43.814	-1.981	25.14
O	-37.211	4.184	22.961
O	-36.349	-0.84	22.877
O	-21.729	-2.799	22.125
O	-40.522	2.047	25.415
O	-39.867	-4.378	22.82
O	-40.518	5.317	25.183
O	-29.642	-0.154	25.359
O	-27.046	5.276	-0.346
O	-29.918	-2.728	-0.432
O	-25.059	-6.872	23.206
O	-39.422	-7.529	-5.678
O	-28.68	6.881	-1.375
O	-29.789	2.771	-0.226
O	40.02	-7.602	-3.594
O	-30.741	-7.34	-1.187
O	-36.534	-4.623	24.624
O	-29.634	1.451	-6.762
O	-24.563	-2.77	-0.495
O	-9.731	6.716	23.909
O	-28.178	0.887	-1.224
O	-38.116	0.09	-0.345
O	-26.765	2.379	25.64
O	-29.464	-6.567	25.162
O	-33.445	1.014	-1.221
O	-40.833	-0.023	22.1
O	19.854	-6.216	-5.868
O	-35.361	6.18	-3.881
O	-37.63	-6.85	-1.04
O	-14.777	-6.337	-3.448
O	-39.265	1.752	23.119
O	-35.257	5.538	22.016
O	16.478	8.016	25.162
O	-26.109	1.894	-5.614
O	-31.76	2.306	-4.242
O	-29.074	3.18	24.758
O	-29.707	7.962	-3.395
O	-33.154	4.867	-3.26
O	-3.862	-1.234	-1.784
O	-30.859	8.132	-6.023
O	-35.837	0.035	25.259
O	31.969	-6.039	-3.244
O	-35.265	2.733	-0.382
O	-7.275	-7.502	-5.456
O	32.785	3.058	-5.482
O	-29.138	-4.714	23.295
O	-34.798	-2.642	25.213
O	-22.708	6.459	-1.151
O	-26.377	-1.036	-1.349
O	30.094	-6.576	-5.153
O	-36.24	-6.676	23.029
O	-27.145	8.152	22.178
O	-25.448	-2.796	24.832
O	-25.313	4.268	22.933
O	-24.449	8.117	-0.269
O	-24.618	2.731	-3.589
O	-26.375	-6.73	-1.206
O	-27.145	3.427	-3.762
O	-26.5	-3.405	-3.353
O	-29.669	-6.127	-4.893
O	-36.981	6.275	-5.937
O	-36.582	-5.045	-2.472
O	-31.08	-0.702	23.156
O	-10.519	7.517	-2.582
O	-15.979	-2.47	25.576
O	-22.925	-3.031	25.135
O	-32.938	-6.65	-5.548
O	-32.584	-5.562	-0.472
O	-38.145	8.106	22.095
O	35.973	5.071	-2.58
O	-5.854	-2.233	24.632
O	48.079	-4.455	-3.555
O	-26.165	-0.204	25.116
O	-32.284	-7.606	-3.266
O	-31.434	6.562	-2.089
O	-38.046	0.424	-6.807
O	45.036	1.112	-3.564
O	-15.372	7.189	-2.86
O	-27.309	-5.831	-3.416
O	-45.128	-4.43	-6.385
O	-31.796	-1.072	-1.231
O	-33.784	6.086	-1.082
O	21.815	3.835	-4.828
O	-33.334	-7.704	25.142
O	-24.846	-0.229	-6.459
O	-21.215	-6.714	-1.164
O	-27.049	7.879	-3.18
O	-8.334	-5.182	-4.636
O	-32.74	2.656	22.113
O	-25.797	-3.093	-5.826
O	-0.3	-0.633	-3.32
O	-28.312	-0.926	-3.185
O	-27.957	-2.129	25.094
O	-32.674	-0.042	-3.49
O	-8.138	8.165	-0.223
O	-8.542	-7.298	-3.191
O	-33.398	7.321	22.825
O	-26.624	-1.637	22.879
O	-25.103	3.731	-1.203
O	-26.418	0.925	-3.136
O	-34.197	0.648	23.066
O	-14.621	3.985	23.218
O	30.851	6.112	-3.717
O	-39.914	7.561	-3.45
O	-15.186	1.165	-5.646
O	-12.903	-4.599	-3.996
O	-46.618	-7.1	-3.656
O	-29.008	3.826	-5.625
O	-4.911	6.395	-3.311
O	-10.377	2.729	25.801
O	-31.379	-4.725	24.702
O	24.466	-5.678	-5.443
O	-34.291	1.506	-4.836
O	12.249	1.265	-3.001
O	-36.321	-3.052	-6.233
O	-20.151	-1.981	-1.301
O	-18.028	-0.856	24.991
O	-34.786	6.383	24.819
O	-12.093	7.634	-6.11
O	-9.976	-6.588	-1.118
O	46.124	6.837	25.218
O	-32.622	-2.624	22.162
O	-10.31	-3.945	-3.231
O	-32.179	6.31	25.002
O	34.808	-5.477	-7.072
O	-24.875	-7.015	-3.33
O	-17.705	3.965	-5.633
O	21.345	5.466	25.637
O	34.671	3.092	-3.577
O	-35.782	-6.927	25.658
O	-31.852	4.213	-1.12
O	31.26	-0.572	-2.507
O	-24.825	-7.727	25.777
O	-12.84	1.024	-7.005
O	-38.466	-0.684	-3.18
O	-35.473	3.778	24.938
O	-12.103	-4.637	-1.485
O	-16.255	6.086	25.279
O	-13.426	-5.409	22.037
O	-20.908	1.493	-5.601
O	-18.309	-5.938	24.926
O	-19.073	2.896	25.274
O	-19.149	8.11	-0.439
O	-22.36	-6.049	-3.427
O	-20.569	3.302	23.132
O	-19.657	-1.447	22.987
O	-5.475	-2.684	21.877
O	21.355	-4.394	25.832
O	-12.926	7.436	-3.715
O	38.068	6.937	-2.767
O	-24.225	-2.167	-3.838
O	-10.847	5.535	-0.197
O	-13.587	-2.802	-0.333
O	-29.173	-3.924	-3.715
O	-9.348	1.812	-5.631
O	-12.64	7.196	-1.092
O	16.249	-4.351	25.505
O	-18.124	-3.66	-1.239
O	-15.022	-7.345	-1.137
O	-31.708	-5.045	-3.708
O	-47.411	1.556	24.135
O	-8.172	-2.679	-0.608
O	-9.583	-4.558	24.833
O	20.358	1.011	25.955
O	-21.758	-0.024	-0.516
O	-22.83	1.27	23.233
O	-11.425	-6.312	24.335
O	-8.152	-6.565	25.872
O	-24.58	-0.179	22.136
O	-8.296	-0.186	-3.465
O	-18.936	5.602	-3.96
O	-35.202	-3.48	-3.93
O	-24.293	1.63	25.412
O	-27.471	5.009	25.582
O	-19.05	5.255	22.136
O	10.763	-4.413	-6.737
O	-10.472	-0.08	-7.023
O	-14.922	1.27	-3.035
O	-12.764	3.086	24.865
O	33.034	1.1	-3.649
O	-8.02	-2.74	-3.871
O	-23.495	6.211	23.141
O	-14.615	7.143	-5.8
O	-24.111	4.539	25.155
O	22.226	-3.482	-2.566
O	-19.187	2.84	-0.362
O	-12.453	-1.328	-5.816
O	-13.208	-1.779	-3.255
O	-20.681	4.78	-1.25
O	8.886	-4.382	22.953
O	-37.854	5.513	-3.535
O	-6.317	6.585	-1.157
O	-9.846	-0.67	-1.365
O	38.326	-3.011	-3.05
O	-19.821	0.882	-3.288
O	-10.916	-8.018	21.897
O	-9.101	4.317	22.963
O	30.59	-4.139	-4.449
O	24.401	4.654	-5.082
O	-34.202	-5.816	-3.341
O	-13.396	-2.881	25.979
O	32.719	-0.267	25.546
O	47.752	-6.298	-5.525
O	-20.565	6.525	-5.794
O	-13.158	3.134	-3.475
O	-22.214	-0.198	-3.919
O	-22.802	-1.679	-5.975
O	6.015	-0.811	25.537
O	-21.61	-2.745	-3.986
O	-18.319	-4.37	22.9
O	-16.395	-5.385	-0.304
O	-21.775	8.056	22.285
O	12.49	-7.838	-3.033
O	26.547	-1.288	-3.009
O	0.572	-5.926	-6.957
O	-9.828	0.285	24.915
O	19.735	-4.191	-3.266
O	-27.892	7.625	25.508
O	16.424	4.199	25.715
O	-8.928	4.065	-1.303
O	-10.911	2.643	22.13
O	-11.846	5.264	-2.725
O	-47.876	6.988	-2.821
O	-15.264	-1.331	-1.54
O	-17.358	6.385	-1.296
O	17.74	-2.138	25.8
O	-16.053	-7.008	25.677
O	32.48	5.517	-6.658
O	36.776	-4.289	-1.471
O	-23.549	-7.084	-5.569
O	35.607	-6.194	25.131
O	-16.401	2.567	22.047
O	-9.913	-3.383	-5.688
O	-12.633	0.765	22.896
O	-10.75	-1.067	-3.786
O	-18.209	7.873	25.634
O	-44.163	-6.082	-3.345
O	46.055	6.039	-3.595
O	33.584	-7.646	25.763
O	-36.161	-1.129	-4.356
O	-44.427	7.702	25.689
O	-12.851	5.231	-5.117
O	26.252	5.046	-3.211
O	-17.785	0.463	22.781
O	40.397	2.444	25.231
O	28.331	0.838	24.101
O	-20.437	-4.513	-2.172
O	-10.214	1.43	-3.088
O	-17.691	-6.035	-5.236
O	-12.687	0.642	-4.176
O	-32.16	0.541	-6.035
O	-14.867	-4.767	24.874
O	-41.933	-7.234	-3.681
O	-13.556	-6.956	25.601
O	22.498	6.098	-5.915
O	-13.719	2.979	-0.371
O	-8.307	3.084	-3.64
O	-19.947	-3.615	-5.85
O	-16.532	4.918	-3.414
O	48.583	5.822	25.585
O	39.261	-4.452	24.117
O	-17.773	1.133	-1.587
O	-48.478	0.172	-3.346
O	-5.602	3.221	25.11
O	-16.373	-2.683	22.181
O	31.234	1.826	25.999
O	-24.379	-4.739	-4.459
O	-28.396	5.704	-3.806
O	10.47	-0.67	-3.402
O	-1.389	4.066	-5.699
O	-21.703	2.206	25.277
O	28.952	2.194	-5.456
O	47.204	4.984	-5.633
O	-15.145	5.014	-1.239
O	-19.027	-2.801	-3.532
O	18.075	0.326	24.95
O	-39.654	-3.722	-7.072
O	40.556	5.05	25.821
O	-42.983	-2.969	-3.635
O	-38.228	-6.696	24.721
O	-5.643	0.681	25.066
O	26.554	-3.647	25.785
O	-30.507	-2.552	25.725
O	-10.795	3.624	-4.484
O	12.793	-2.838	-5.996
O	-45.553	-3.461	-3.914
O	-42.428	1.819	-5.728
O	-37.369	8.019	-4.065
O	7.108	1.848	24.809
O	23.729	3.945	-1.158
O	39.218	2.969	-5.348
O	9.468	1.799	25.859
O	-47.976	1.659	-5.443
O	-47.758	-6.677	23.365
O	-38.471	0.438	25.291
O	-45.848	-0.296	25.206
O	-47.231	-2.853	-5.779
O	7.118	1.559	-5.723
O	-6.486	4.359	-2.45
O	-1.446	-4.733	25.744
O	10.612	8.045	25.26
O	4.019	4.2	24.343
O	9.385	-6.895	23.428
O	19.385	4.693	-5.509
O	-3.722	7.354	24.987
O	-36.61	2.274	-5.695
O	31.589	-3.386	26.007
O	44.586	3.531	23.048
O	19.242	7.864	-3.427

Results
total energy: -609945.899 eV
total energy less fixed offsets of O -438.25, Si -107.07 eV per atom: -26.699 eV

Forces (eV/angstrom) on atoms 186 to 859 of the 3024, counted in the order above; the others are left out for length: element, x, y, z
Si	0.069	0.112	0.076
Si	-0.006	-0.017	0.131
Si	0.013	0.013	-0.061
Si	0.044	0.063	0.148
Si	0.022	0	-0.12
Si	-0.048	0.002	0.039
Si	-0.054	0.021	0.011
Si	-0.053	0.055	0.119
Si	-0.011	0.039	-0.053
Si	-0.052	-0.201	0.18
Si	-0.032	0.103	0.118
Si	-0.039	-0.066	-0.04
Si	0.003	0.019	0.264
Si	0.023	0.13	0.054
Si	-0.043	0.019	0.082
Si	-0.048	-0.021	0.053
Si	-0.006	0.046	-0.007
Si	0.073	-0.061	-0.106
Si	-0.002	0.047	-0.137
Si	0.035	0.084	-0.022
Si	-0.102	0.12	0.187
Si	-0.04	-0.032	0.073
Si	-0.127	-0.123	-0.107
Si	0.051	-0.026	0.095
Si	-0.047	-0.015	-0.095
Si	0.062	0.034	-0.108
Si	-0.133	-0.03	-0.114
Si	-0.129	0.03	-0.064
Si	0.009	-0.004	-0.05
Si	0.018	0.111	-0.04
Si	-0.056	-0.223	-0.052
Si	-0.001	-0.001	-0.001
Si	-0.005	0.004	0.009
Si	0.027	-0.004	0.004
Si	0.002	-0.002	0.002
Si	-0.009	-0.021	0.015
Si	-0.01	-0.02	0.001
Si	0.006	-0.008	0
Si	0	0.001	0.001
Si	0.004	0.012	0.003
Si	-0.01	0.004	0.006
Si	0.006	0	0.013
Si	0	0.009	0.003
Si	-0.001	0.011	-0.001
Si	0.016	0.001	0.002
Si	0.012	-0.014	0.008
Si	0.01	-0.005	0.008
Si	-0.019	-0.008	0.007
Si	-0.01	0.014	-0.011
Si	-0.005	0.006	-0.009
Si	0	0.004	-0.004
Si	-0.005	-0.002	0.004
Si	-0.001	0.002	-0.001
Si	-0.005	0.005	-0.006
Si	-0.005	0.003	-0.01
Si	0.009	-0.001	0.002
Si	0	0.004	-0.004
Si	-0.003	0.004	0
Si	-0.001	0.001	-0.004
Si	-0.003	-0.004	0
Si	-0.005	-0.006	0.001
Si	0	-0.005	0
Si	-0.01	0.004	-0.005
Si	0.003	0.002	0
Si	0.023	-0.003	0.004
Si	0.003	0.002	-0.003
Si	-0.002	0.002	0.001
Si	0.004	-0.002	-0.001
Si	0.003	0.01	0.001
Si	-0.017	-0.002	0
Si	0.005	-0.004	-0.006
Si	-0.004	-0.013	0
Si	-0.002	-0.004	-0.006
Si	-0.002	0	-0.008
Si	0.005	0.006	-0.006
Si	-0.006	-0.015	0.002
Si	-0.001	-0.001	-0.007
Si	0.011	0.005	-0.003
Si	-0.005	-0.005	0.004
Si	-0.01	-0.009	-0.003
Si	-0.001	0.001	-0.001
Si	0.016	0.014	-0.009
Si	0.012	0.007	-0.009
Si	0.001	0	-0.006
Si	0.004	0.004	-0.001
Si	-0.008	0.001	-0.002
Si	-0.002	0.005	-0.001
Si	0.013	0	0.003
Si	0.002	-0.003	-0.002
Si	-0.002	0.004	0.003
Si	-0.004	-0.002	-0.001
Si	-0.001	0.005	-0.004
Si	-0.006	0.008	-0.003
Si	0.003	0.006	0.001
Si	-0.003	-0.001	-0.006
Si	-0.002	-0.006	-0.003
Si	-0.002	-0.001	0
Si	0.003	0.008	-0.004
Si	0.002	0.002	-0.004
Si	-0.007	-0.006	-0.002
Si	-0.001	-0.011	0.003
Si	-0.004	-0.001	-0.003
Si	0.001	0.001	0
Si	0.003	0.007	-0.002
Si	0.001	0.001	-0.001
Si	-0.01	-0.002	0.001
Si	0	-0.005	0.006
Si	0.001	-0.002	0
Si	0	0.002	0
Si	0.006	-0.004	-0.006
Si	0.008	-0.012	-0.002
Si	-0.004	0.002	-0.001
Si	-0.006	0.002	-0.003
Si	0.008	0	0.001
Si	-0.006	0.001	0.001
Si	-0.007	-0.003	0.003
Si	0.001	-0.003	0.002
Si	0.009	0.008	0
Si	0.007	0.004	-0.003
Si	0.001	0.006	-0.003
Si	0.002	-0.008	-0.003
Si	-0.011	-0.008	0.003
Si	0.005	0.003	0.001
Si	-0.007	0.004	0.004
Si	0.003	-0.004	0.007
Si	0.004	-0.002	0.005
Si	0.005	0.005	0.001
Si	-0.008	0.011	0.004
Si	-0.012	0.007	0.004
Si	0	-0.001	0.001
Si	0.007	0.002	0.002
Si	0.001	0.001	0
Si	0.001	-0.006	0.002
Si	0.003	0.005	-0.002
Si	0.008	0.003	-0.002
Si	-0.003	-0.006	0.002
Si	-0.003	-0.003	0.004
Si	0.002	0.011	-0.003
Si	-0.007	-0.003	-0.005
Si	-0.017	0.003	0.004
Si	0.013	-0.011	-0.003
Si	0.004	-0.003	0.005
Si	-0.008	0.007	0.005
Si	0.001	0.003	0.005
Si	0.002	0.007	0.002
Si	0	-0.004	0.002
Si	-0.003	0.005	0.012
Si	0.007	-0.003	0.002
Si	-0.008	0.005	0
Si	0.009	-0.006	-0.001
Si	0.011	-0.012	0.001
Si	0.014	-0.012	0.009
Si	0	0.013	0
Si	0.002	-0.005	0.004
Si	0.005	-0.004	0.003
Si	-0.004	-0.005	0.007
Si	0.007	0	0.01
Si	0.008	0.002	0.002
Si	-0.002	0.01	-0.001
Si	-0.002	-0.003	0.003
Si	0.003	-0.003	0.004
Si	-0.013	-0.004	0.002
Si	-0.006	0.008	0.007
Si	0.007	-0.01	0.002
Si	0.006	-0.001	0.009
Si	-0.001	0.002	0.01
Si	-0.003	-0.004	0.003
Si	0.005	-0.002	0.002
Si	-0.01	0	0
Si	-0.006	-0.003	0.002
Si	0.004	0.002	0.008
Si	-0.007	0.008	-0.001
Si	0	0.009	-0.002
Si	0.001	0.007	-0.003
Si	0.002	-0.003	0.004
Si	-0.181	0.105	0.717
Si	-0.016	0.089	0.431
Si	-0.042	0.084	0.681
Si	-0.142	0.123	0.76
Si	0.22	-0.201	0.704
Si	0.145	-0.018	0.644
Si	0.193	-0.225	0.724
Si	-0.204	0.099	0.768
Si	0.074	-0.251	0.721
Si	0.121	-0.161	0.727
Si	-0.081	0.234	0.751
Si	0.188	-0.037	0.73
Si	0.251	-0.374	0.747
Si	0.164	-0.206	0.742
Si	-0.31	0.071	0.673
Si	0.18	-0.009	0.612
Si	-0.083	0.039	0.668
Si	-0.19	0.216	0.725
Si	-0.038	-0.009	-0.043
Si	0.015	0.032	-0.054
Si	-0.015	0.004	-0.092
Si	0.021	-0.012	-0.074
Si	-0.016	-0.008	-0.03
Si	0.028	0.008	-0.044
Si	-0.002	-0.029	-0.029
Si	0.017	-0.009	-0.037
Si	0.001	0.006	-0.037
Si	0.005	-0.008	-0.024
Si	-0.003	0.023	-0.068
Si	-0.018	0.028	-0.049
Si	-0.005	0.001	-0.078
Si	-0.021	0.014	-0.038
Si	-0.001	-0.023	-0.024
Si	0.008	0.009	-0.05
Si	0.023	0.01	-0.055
Si	0.012	-0.028	-0.063
Si	0.018	0.029	0.018
Si	0.017	-0.014	0.042
Si	0.001	-0.018	0.015
Si	0.002	0.003	0.019
Si	-0.005	0.008	0.023
Si	-0.012	-0.011	0.035
Si	0.023	0.016	0.031
Si	-0.003	-0.006	0.011
Si	-0.007	-0.015	0.059
Si	-0.038	-0.015	0.03
Si	-0.002	-0.016	0.03
Si	0.017	0.003	0.037
Si	-0.001	0	0.022
Si	-0.003	-0.021	0.019
Si	0	0.003	0.031
Si	0.02	-0.012	0.015
Si	-0.035	0	0.006
Si	0.016	0.015	-0.001
Si	-0.009	-0.018	0.021
Si	0.011	0.001	-0.021
Si	0.004	-0.005	0.01
Si	-0.004	-0.016	-0.012
Si	0.004	0.004	0.006
Si	-0.014	-0.005	-0.005
Si	0.011	-0.028	-0.006
Si	-0.032	0.008	0.015
Si	0.015	-0.003	-0.005
Si	-0.004	0.007	-0.012
Si	0.023	0.023	0
Si	-0.008	0	-0.001
Si	-0.009	0.001	-0.007
Si	-0.007	-0.003	-0.014
Si	-0.001	0.005	0.01
Si	0.006	0.021	-0.003
Si	0.01	0.005	0.018
Si	0.013	-0.008	0.008
Si	-0.006	-0.005	-0.007
Si	-0.007	0.001	-0.002
Si	-0.023	-0.005	-0.009
Si	0.002	0	-0.007
Si	0.005	-0.009	-0.008
Si	0.006	0.005	-0.001
Si	0.007	0.001	-0.001
Si	-0.006	0.006	-0.016
Si	-0.008	-0.017	-0.009
Si	0.002	-0.004	-0.006
Si	0.012	-0.007	-0.015
Si	-0.013	0.01	-0.001
Si	0.006	-0.012	-0.01
Si	-0.006	0.004	-0.015
Si	0.007	0.009	-0.013
Si	-0.007	-0.009	0.004
Si	-0.012	0.004	-0.001
Si	0.009	0.003	-0.002
Si	-0.013	0.019	-0.006
Si	0	0.009	-0.005
Si	0.017	-0.002	-0.018
Si	-0.003	0.009	-0.007
Si	0.005	-0.015	0
Si	0.016	-0.015	-0.006
Si	0.01	0	0.016
Si	-0.005	-0.017	-0.016
Si	-0.009	0.016	-0.015
Si	0.008	-0.004	0.011
Si	-0.011	-0.009	-0.009
Si	0.004	0.009	0.018
Si	0.018	0.007	-0.023
Si	0.018	0.01	0.008
Si	-0.002	0.011	0.026
Si	0.002	-0.01	-0.022
Si	0.001	0.006	-0.006
Si	0.001	0.005	0.003
Si	0	0.005	-0.009
Si	0	-0.027	-0.021
Si	-0.002	0.009	-0.005
Si	0.002	0.01	-0.024
Si	-0.004	-0.013	-0.041
Si	-0.002	0.017	-0.014
Si	0.018	-0.017	-0.031
Si	-0.004	0.024	-0.027
Si	0	0.001	-0.007
Si	-0.008	-0.007	-0.008
Si	0.005	-0.004	0.006
Si	-0.013	0.012	-0.016
Si	0.012	-0.008	-0.011
Si	-0.034	-0.009	-0.041
Si	0.03	-0.026	-0.044
Si	-0.019	0.021	-0.009
Si	-0.006	0.016	-0.007
Si	0.013	0	-0.01
Si	0.003	-0.03	0.048
Si	-0.027	0.006	0.053
Si	0.006	0.002	0.062
Si	0.031	-0.022	0.033
Si	-0.006	-0.01	0.035
Si	0.009	-0.035	0.074
Si	0	0.029	0.067
Si	-0.027	0.011	0.035
Si	0.007	0.005	0.042
Si	0.017	0.012	0.036
Si	-0.008	-0.011	0.068
Si	0.02	0.013	0.063
Si	-0.004	0.015	0.061
Si	0.004	0.011	0.058
Si	0	0.013	0.014
Si	-0.016	-0.017	0.037
Si	0.015	0.014	0.045
Si	-0.023	-0.011	0.028
Si	0.15	0.397	-0.675
Si	-0.199	-0.169	-0.696
Si	0.289	0.144	-0.722
Si	-0.298	-0.14	-0.624
Si	-0.213	-0.106	-0.713
Si	0.269	0.231	-0.691
Si	-0.184	-0.287	-0.747
Si	0.368	0.255	-0.644
Si	0.217	0.049	-0.684
Si	0.193	0.196	-0.732
Si	0.174	0.234	-0.644
Si	-0.216	-0.223	-0.643
Si	0.296	0.043	-0.699
Si	-0.178	-0.237	-0.665
Si	-0.176	-0.229	-0.7
Si	0.117	0.256	-0.716
Si	0.084	0.114	-0.715
Si	-0.219	-0.233	-0.74
Si	0.07	0.063	0.004
Si	-0.045	0.122	-0.082
Si	0.146	-0.019	0.02
Si	0.022	-0.014	0.021
Si	0.019	-0.025	0.105
Si	-0.062	0.107	0.129
Si	-0.037	-0.086	-0.062
Si	-0.016	-0.038	-0.185
Si	0.104	-0.047	0.078
Si	-0.106	-0.074	0.083
Si	0.088	0.003	0.072
Si	-0.015	0.065	-0.017
Si	-0.047	0.019	0.055
Si	0.001	-0.009	0.096
Si	-0.026	-0.01	0.046
Si	0.138	-0.102	-0.043
Si	0.117	0.051	-0.165
Si	-0.032	0.009	0.163
Si	-0.06	0.094	-0.013
Si	-0.039	0.059	0.018
Si	-0.059	-0.062	-0.028
Si	0.011	-0.113	-0.078
Si	-0.024	0.051	-0.007
Si	0.045	0.09	0.129
Si	0.004	0.027	0.046
Si	-0.031	0.039	0.09
Si	0.111	-0.004	0.127
Si	-0.057	-0.026	0.052
Si	0.002	0.04	-0.046
Si	-0.107	-0.154	0.083
Si	-0.03	0.047	0.099
Si	-0.079	-0.09	0.11
Si	0.003	-0.116	0.142
Si	-0.018	0	0.076
Si	-0.164	-0.097	-0.148
Si	-0.023	0.015	0.202
Si	0.02	0.076	0.003
Si	0.125	0.068	0.029
Si	-0.136	-0.05	-0.088
Si	0.05	-0.09	-0.099
Si	-0.053	-0.078	-0.121
Si	0.128	0.024	-0.027
Si	0.167	0.134	-0.146
Si	0.042	-0.087	0.041
Si	-0.047	0.005	0.089
Si	-0.087	-0.073	-0.054
Si	0.114	0.138	-0.051
Si	-0.028	-0.01	-0.065
Si	0.104	-0.032	-0.057
Si	0.037	0.049	-0.135
Si	0.076	0.026	-0.041
Si	-0.065	-0.053	-0.025
Si	0.136	-0.039	-0.203
Si	0.075	0.112	-0.094
Si	0.006	-0.001	0.008
Si	0.004	0.008	0.017
Si	0.005	0.001	0.008
Si	-0.003	-0.003	0.013
Si	0.006	-0.006	0
Si	0.011	0.003	0.004
Si	-0.004	0.011	0.005
Si	0.016	-0.012	0.006
Si	0.001	-0.005	0.019
Si	-0.019	0.007	0.015
Si	0.001	-0.002	0.005
Si	0	0.001	0.008
Si	0.004	0	0.001
Si	0.001	0.002	0.014
Si	0.011	-0.002	-0.002
Si	0.005	0.008	0.006
Si	-0.019	-0.008	0.004
Si	-0.011	0.011	0.005
Si	0.002	-0.006	-0.005
Si	0.007	0.002	-0.005
Si	0.009	-0.001	-0.004
Si	-0.007	0.007	-0.006
Si	0.002	-0.013	0.001
Si	-0.005	0.005	-0.005
Si	0.003	-0.009	-0.006
Si	0.006	-0.006	-0.002
Si	0.001	0	-0.003
Si	0.003	0.006	-0.001
Si	0.008	0.006	-0.008
Si	0	0.005	0.001
Si	-0.007	0.005	0.003
Si	0.001	-0.009	-0.005
Si	0	-0.004	0.001
Si	-0.002	-0.002	-0.001
Si	-0.002	0.01	-0.005
Si	0.003	-0.01	-0.005
Si	0.004	0.001	0.002
Si	0	-0.007	0.006
Si	-0.003	0.002	-0.002
Si	0.011	0.009	0.002
Si	-0.004	0.003	-0.008
Si	-0.003	-0.005	0.001
Si	-0.012	-0.008	-0.003
Si	0.003	0.01	-0.009
Si	0.01	0	0
Si	-0.006	-0.006	-0.001
Si	0.005	-0.003	-0.005
Si	0.004	0.003	0
Si	-0.01	-0.011	0.001
Si	-0.005	0.003	-0.005
Si	0.006	0.003	-0.006
Si	0.005	-0.004	-0.008
Si	0	-0.006	-0.004
Si	0.003	0.004	-0.006
Si	-0.005	0.001	0.002
Si	0.001	0.008	-0.003
Si	0.005	0.001	-0.003
Si	0.006	-0.015	-0.002
Si	-0.001	-0.008	-0.002
Si	0.006	0.001	-0.003
Si	0.004	-0.001	-0.001
Si	0	0.001	-0.005
Si	-0.007	0.001	-0.003
Si	-0.003	0.006	-0.002
Si	0.002	-0.002	-0.001
Si	0.007	-0.002	-0.001
Si	-0.001	0.008	0.001
Si	0.001	-0.008	0
Si	-0.003	-0.009	0
Si	0	0.004	0
Si	-0.006	0.006	0.002
Si	0	0.001	0.004
Si	0.003	-0.002	-0.004
Si	0.004	-0.001	0.002
Si	-0.001	-0.008	0.001
Si	-0.008	0.011	0.009
Si	-0.001	0.004	-0.001
Si	0	0.001	0.002
Si	-0.004	-0.004	0.001
Si	0.007	-0.013	0.001
Si	0	0.005	-0.004
Si	-0.005	-0.008	0.001
Si	-0.002	0	0.006
Si	-0.004	-0.005	0
Si	-0.006	0.003	0.002
Si	0	0.007	0
Si	0.006	0.007	-0.002
Si	-0.007	-0.007	-0.002
Si	-0.001	-0.003	-0.001
Si	0.008	0.001	-0.002
Si	-0.004	0	0.002
Si	-0.008	0.004	0.001
Si	-0.001	-0.012	-0.002
Si	0.011	-0.001	-0.002
Si	0.007	-0.001	-0.002
Si	-0.002	0.001	-0.002
Si	-0.01	-0.002	-0.002
Si	-0.012	0.001	0.007
Si	0.003	-0.005	0.001
Si	0.005	0.006	0
Si	0.008	0.005	0.001
Si	-0.001	-0.001	-0.002
Si	0.006	-0.002	0.006
Si	0.002	0.01	-0.004
Si	0.002	0	0
Si	0.003	-0.006	0
Si	-0.003	-0.002	0.001
Si	-0.002	0.002	-0.002
Si	-0.005	0.003	0.002
Si	-0.001	-0.001	0.009
Si	-0.002	0.004	0.008
Si	-0.01	0.004	0.003
Si	0.002	-0.003	0.001
Si	0.008	-0.001	0.008
Si	0.01	-0.004	0.003
Si	-0.004	0.012	0
Si	-0.011	0.007	0.005
Si	-0.001	-0.014	0.005
Si	-0.002	-0.004	0.005
Si	0.003	0.002	0
Si	0.005	0.001	0.013
Si	-0.002	0.001	-0.007
Si	-0.002	-0.006	0
Si	0.001	-0.005	0.005
Si	-0.008	0.006	0.003
Si	0.006	0	-0.001
Si	-0.003	0.003	0.004
Si	0.005	0.001	0.003
Si	-0.003	-0.014	0.003
Si	0.009	-0.001	-0.002
Si	-0.003	0.005	0
Si	-0.005	0.002	0.001
Si	-0.002	-0.001	0.002
Si	-0.003	0.003	0
Si	0.003	0.009	-0.003
Si	0.002	0.007	-0.002
Si	0.005	-0.003	0.001
Si	0	0	-0.001
Si	-0.012	-0.001	0.008
Si	0.017	0.015	0.002
Si	-0.001	-0.001	0.001
Si	0.002	-0.002	0.004
Si	0.012	-0.005	0.007
Si	0.01	0	0.002
Si	-0.07	0.255	0.709
Si	0.276	-0.2	0.719
Si	-0.195	0.216	0.746
Si	-0.127	0.139	0.747
Si	0.263	-0.29	0.693
Si	0.289	-0.203	0.648
Si	-0.226	-0.001	0.686
Si	-0.093	0.253	0.689
Si	0.184	-0.161	0.762
Si	0.036	-0.231	0.681
Si	-0.075	0.348	0.702
Si	0.045	-0.007	0.698
Si	0.232	-0.267	0.699
Si	0.032	-0.29	0.668
Si	-0.1	0.237	0.708
Si	0.111	-0.171	0.649
Si	-0.192	0.316	0.728
Si	-0.375	0.162	0.576
Si	-0.014	0.008	-0.041
Si	-0.01	0.009	-0.053
Si	0.014	-0.024	-0.072
Si	0.01	-0.002	-0.074
Si	0.003	0.006	-0.054
Si	0.014	-0.002	-0.041
Si	0.001	-0.019	-0.045
Si	0.014	-0.009	-0.039
Si	0.021	-0.009	-0.046
Si	0.036	0.006	-0.006
Si	0.002	-0.022	-0.022
Si	-0.018	-0.007	-0.061
Si	-0.007	0.029	-0.071
Si	0.011	-0.003	-0.06
Si	0.01	-0.009	-0.032
Si	0.004	0.009	-0.043
Si	0.013	-0.034	-0.028
Si	0.006	-0.024	-0.01
Si	0.026	0.004	0.016
Si	0.019	-0.004	0.049
Si	-0.029	-0.014	0.007
Si	-0.021	0.011	0.017
Si	0.026	-0.027	0.022
Si	0.008	-0.003	0.027
Si	-0.008	0.006	0.011
Si	0.001	0.004	0.029
Si	-0.015	-0.016	0.041
Si	-0.062	0.005	0.002
Si	0.023	0.001	0.017
Si	0.029	0.014	0.019
Si	0.003	-0.033	0.056
Si	-0.019	0.012	0.02
Si	-0.006	-0.015	0.017
Si	-0.005	0.017	0.033
Si	-0.016	-0.006	-0.011
Si	-0.014	0.04	0.015
Si	0	-0.001	0.019
Si	-0.006	0.026	0.007
Si	0.005	-0.006	0.016
Si	0.018	-0.01	0.008
Si	0.014	-0.019	-0.003
Si	-0.016	0.001	0.004
Si	-0.022	-0.002	0.001
Si	0.012	0.004	0.008
Si	0.014	-0.021	0.001
Si	0.015	-0.001	-0.014
Si	0.006	0.016	0.004
Si	0	0.002	-0.006
Si	-0.006	0.013	-0.018
Si	-0.003	-0.008	-0.018
Si	0.023	0.014	0.002
Si	-0.001	0.031	-0.026
Si	0.009	0.009	0
Si	-0.006	-0.021	0.002
Si	-0.01	0.001	-0.002
Si	0.002	0.007	-0.008
Si	-0.007	0.005	-0.009
Si	0.002	0.009	-0.01
Si	0.001	0.008	-0.004
Si	0.005	-0.003	-0.003
Si	-0.003	-0.007	-0.007
Si	-0.017	0.001	-0.003
Si	0.004	0.005	-0.004
Si	-0.001	0.013	-0.01
Si	-0.011	-0.014	-0.006
Si	0.008	-0.007	0
Si	0	-0.002	-0.008
Si	0.003	0.005	-0.016
Si	-0.011	0.006	-0.002
Si	-0.001	0.001	-0.013
Si	0.004	-0.009	-0.003
Si	0.009	0.014	-0.008
Si	-0.008	0	-0.005
Si	0.009	-0.013	0.011
Si	-0.002	0.001	-0.009
Si	-0.003	0.008	0.012
Si	-0.005	-0.015	0.023
Si	-0.01	0.008	-0.016
Si	-0.012	0.014	0.017
Si	0.017	0	-0.002
Si	-0.002	-0.002	-0.009
Si	-0.007	-0.005	0.002
Si	0.031	0.013	-0.008
Si	-0.014	0.017	0.009
Si	0	0	-0.018
Si	-0.004	-0.004	0.003
Si	0.012	-0.008	0.002
Si	-0.009	-0.009	-0.006
Si	-0.006	-0.012	-0.013
Si	0.003	-0.008	0.002
Si	-0.043	0	-0.007
Si	0.03	-0.001	-0.018
Si	0.024	0.007	-0.007
Si	-0.008	0.021	-0.044
Si	0.014	-0.003	-0.048
Si	-0.005	-0.003	0.009
Si	0.026	-0.011	-0.038
Si	-0.015	-0.007	-0.015
Si	-0.021	0.019	-0.03
Si	0.014	-0.023	-0.016
Si	-0.003	-0.015	-0.001
Si	0.011	0.012	-0.055
Si	0.002	0	-0.013
Si	-0.024	0.036	-0.038
Si	0.02	0.011	-0.04
Si	-0.005	0.02	-0.012
Si	-0.025	-0.008	-0.01
Si	0.04	-0.008	-0.022
Si	-0.022	0.045	0.041
Si	0.009	-0.018	0.039
Si	-0.01	-0.004	0.065
Si	0.005	-0.009	0.063
Si	0.018	0.005	0.069
Si	-0.024	-0.002	0.032
Si	0.029	-0.002	0.052
Si	-0.006	-0.006	0.078
Si	0.014	-0.011	0.045
Si	-0.021	0.01	0.052
Si	-0.012	-0.016	0.051
Si	-0.012	0.005	0.048
Si	-0.01	-0.009	0.065
